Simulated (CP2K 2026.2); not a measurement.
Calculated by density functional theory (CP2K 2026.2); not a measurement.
Periodic cell of 2136 atoms, Si1432O704, from a study of silicon, its oxide and their interface. The atomic structure is a simulated model.
Doubt: the forces sum to 6.56 eV/angstrom along one axis rather than to zero, so they err by at least 0.0031 eV/angstrom per atom on average; the grid cutoff is modest.

Settings
functional: PBE
method: Gaussian and plane waves
basis set: DZVP-MOLOPT-SR-GTH
pseudopotentials: GTH-PBE
grid cutoff: 300 Ry, relative cutoff 40 Ry
k points: Gamma only
occupations: fixed
spin: none
net charge: 0

Cell vectors (angstrom)
a 32.664 0 0
b 0 32.664 0
c -0.0026 0.1548 35.2633

Atoms: element, x, y, z (angstrom)
Si -0.267 0.092 -0.065
Si 2.827 2.029 -0.391
Si -0.161 5.846 -0.312
Si 3.246 7.629 -0.069
Si 0.059 10.775 0.224
Si 2.347 13.799 0.059
Si 0.091 15.959 0.165
Si 4.111 20.466 -2.438
Si -0.102 22.136 0.355
Si 2.233 24.854 0.34
Si 0.541 26.609 0.162
Si 3.096 29.614 0.163
Si 5.243 0.098 0.104
Si 8.278 2.647 -0.045
Si 5.14 5.992 -0.032
Si 7.87 8.603 0.096
Si 5.56 10.662 -0.053
Si 9.356 14.972 1.588
Si 5.025 16.775 0.142
Si 8.256 18.974 -0.047
Si 2.545 22.284 -0.974
Si 8.221 22.996 -0.778
Si 4.778 27.902 -0.138
Si 7.503 30.709 -0.35
Si 10.63 0.566 -0.233
Si 13.242 2.998 0.06
Si 12.391 6.774 1.101
Si 14.951 9.261 0.867
Si 10.507 11.457 0.041
Si 12.172 12.417 1.383
Si 10.699 16.12 0.119
Si 12.937 19.252 -0.116
Si 10.836 21.541 0.192
Si 12.82 24.858 0.048
Si 10.846 26.276 0.015
Si 14.009 30.155 0.139
Si 18.352 0.453 0.762
Si 19.534 2.203 -0.365
Si 16.012 5.549 -0.233
Si 20.297 8.169 -0.365
Si 16.212 12.928 -2.856
Si 19.582 14.996 -2.019
Si 16.332 16.484 -0.16
Si 18.974 19.747 -0.669
Si 16.707 21.943 -0.697
Si 19.088 24.545 -0.098
Si 16.298 27.962 -0.124
Si 18.917 30.908 0.144
Si 22.594 0.6 1.499
Si 23.162 3.692 -2.401
Si 22.784 4.55 0.522
Si 23.346 6.566 1.611
Si 22.14 10.927 0.075
Si 25.152 13.095 0.434
Si 21.488 15.682 0.13
Si 24.357 19.205 0.159
Si 22.339 21.662 -0.1
Si 24.383 24.811 0.222
Si 22.159 26.978 -0.063
Si 24.794 29.679 0.074
Si 27.423 -0.665 0.331
Si 29.998 2.173 -0.567
Si 26.853 5.587 -0.098
Si 30.517 8.274 -0.252
Si 26.694 11.312 0.289
Si 29.229 14.102 0.196
Si 27.548 15.913 0.258
Si 29.67 19.292 0.145
Si 27.468 21.52 0.051
Si 31.394 25.822 1.47
Si 26.949 27.457 0.121
Si 29.285 30.561 0.098
Si 1.417 1.113 1.248
Si 4.2 4.293 1.31
Si 1.439 6.763 1.21
Si 4.056 9.444 1.27
Si 1.339 12.249 1.472
Si 3.975 15.022 1.311
Si 1.196 17.516 1.482
Si 3.757 20.542 1.307
Si 1.258 23.31 1.83
Si 4.084 26.011 1.225
Si 1.382 28.501 1.337
Si 4.109 31.246 1.502
Si 6.715 1.494 1.302
Si 9.48 4.143 1.312
Si 6.751 6.979 1.355
Si 9.516 9.716 1.289
Si 6.645 12.211 1.379
Si 8.159 13.507 0.231
Si 6.717 17.849 1.373
Si 10.741 19.017 2.865
Si 7.592 23.715 1.407
Si 9.354 25.394 1.666
Si 6.526 28.978 0.969
Si 9.371 31.531 0.989
Si 12.116 1.46 1.383
Si 14.857 4.174 1.304
Si 11.111 5.194 -0.022
Si 14.17 7.309 -0.506
Si 12.921 14.005 -0.211
Si 14.574 15.304 0.862
Si 11.921 17.727 1.345
Si 14.703 20.346 1.085
Si 12.144 23.068 1.407
Si 14.652 25.802 1.315
Si 12.218 28.828 1.224
Si 15.056 31.551 1.706
Si 16.136 0.852 0.943
Si 21.8 2.455 2.781
Si 17.866 6.573 0.939
Si 20.797 9.515 1.42
Si 18.36 13.335 1.222
Si 20.216 14.68 1.761
Si 17.655 17.671 1.338
Si 20.357 20.805 0.879
Si 17.575 23.251 1.123
Si 20.493 25.885 1.216
Si 17.86 29.007 1.307
Si 20.882 31.453 1.506
Si 22.186 0.967 -1.473
Si 25.651 4.178 1.443
Si 24.729 7.771 0.19
Si 25.783 9.484 1.433
Si 23.329 12.222 1.577
Si 25.991 14.877 1.648
Si 23.232 17.725 1.575
Si 25.918 20.408 1.424
Si 23.263 23.167 1.429
Si 25.885 25.953 1.553
Si 23.226 28.503 1.367
Si 25.798 31.091 1.623
Si 28.525 1.248 1.109
Si 31.131 4.515 0.985
Si 28.632 6.915 0.952
Si 31.351 9.502 1.556
Si 28.477 12.271 1.473
Si 31.101 14.887 1.39
Si 28.572 17.672 1.463
Si 31.309 20.439 1.414
Si 28.622 23.079 1.413
Si 30.298 24.191 0.206
Si 28.569 28.636 1.305
Si 31.181 31.289 1.279
Si 0.246 2.523 2.72
Si 2.698 -0.091 2.749
Si 0.123 8.099 2.716
Si 2.673 5.414 2.696
Si -0.117 13.579 2.764
Si 2.743 10.841 2.697
Si -0.029 19.053 2.777
Si 2.72 16.353 2.808
Si -0.116 24.608 3.091
Si 2.622 21.775 2.93
Si -0.063 29.902 2.602
Si 2.757 27.238 2.778
Si 5.447 2.858 2.695
Si 8.14 0.117 2.599
Si 5.387 8.218 2.779
Si 8.136 5.545 2.622
Si 5.336 13.646 2.686
Si 8.117 10.948 2.746
Si 5.442 19.361 2.664
Si 8.019 16.442 2.792
Si 5.568 24.593 2.479
Si 8.22 21.892 2.793
Si 5.517 29.983 2.818
Si 8.282 27.145 2.721
Si 10.81 2.825 2.753
Si 13.423 0.085 2.816
Si 10.968 8.227 2.453
Si 13.595 5.541 2.688
Si 10.835 13.654 2.855
Si 13.672 10.822 2.394
Si 9.406 20.321 1.52
Si 13.452 16.463 2.581
Si 10.935 24.344 2.948
Si 13.581 21.72 2.666
Si 10.711 30.114 2.478
Si 13.514 27.365 2.649
Si 16.075 2.621 2.554
Si 19.251 -0.122 2.834
Si 16.503 8.107 2.341
Si 19.15 5.203 2.438
Si 16.549 13.611 2.723
Si 19.256 10.827 2.533
Si 16.245 19.124 2.536
Si 19.049 16.411 2.823
Si 16.141 24.457 2.583
Si 18.988 21.924 2.475
Si 16.399 30.032 2.854
Si 19.069 27.303 2.537
Si 20.628 3.721 1.211
Si 24.418 -0.14 2.789
Si 21.934 8.013 2.785
Si 24.662 5.426 3.106
Si 21.87 13.516 2.907
Si 24.505 10.759 2.933
Si 21.905 18.984 2.968
Si 24.535 16.253 2.831
Si 21.77 24.507 2.686
Si 24.594 21.807 2.793
Si 21.893 29.81 2.776
Si 24.502 27.236 2.889
Si 27.152 2.664 2.489
Si 29.909 0.04 2.667
Si 27.326 8.156 2.586
Si 29.845 5.607 2.562
Si 27.275 13.542 3.033
Si 29.915 10.903 2.762
Si 27.189 19.008 2.819
Si 29.96 16.357 2.836
Si 27.276 24.492 2.752
Si 29.934 21.743 2.842
Si 27.257 29.814 2.893
Si 29.952 27.256 2.658
Si 1.41 4.024 4.104
Si 4.076 1.397 4.005
Si 1.389 9.513 4.099
Si 4.023 6.806 4.072
Si 1.299 14.975 4.106
Si 4.045 12.251 4.072
Si 1.276 20.394 4.223
Si 4.107 17.832 4.038
Si 1.399 25.945 4.229
Si 4.183 23.203 3.99
Si 1.287 31.246 4.051
Si 4.109 28.604 4.118
Si 6.815 4.186 4.053
Si 9.464 1.426 4.056
Si 6.784 9.568 4.105
Si 9.572 6.9 3.912
Si 6.702 14.993 4.085
Si 9.475 12.268 4.138
Si 6.809 20.552 4.126
Si 9.434 17.668 4.21
Si 6.764 25.918 4.047
Si 9.578 23.057 4.289
Si 6.882 31.392 4.06
Si 9.545 28.658 3.978
Si 12.235 4.172 4.055
Si 14.827 1.431 4.133
Si 12.308 9.556 3.883
Si 15.103 6.859 3.891
Si 12.277 15.023 4.063
Si 15.099 12.127 3.884
Si 12.216 20.394 4.084
Si 14.927 17.728 3.953
Si 12.27 25.912 4.065
Si 14.943 23.073 4.043
Si 12.068 31.321 4.025
Si 14.952 28.615 4.047
Si 17.698 3.908 3.831
Si 20.418 1.308 4.235
Si 17.757 9.496 3.829
Si 20.411 6.641 3.942
Si 17.663 15.079 4.169
Si 20.444 12.147 4.122
Si 17.696 20.456 3.884
Si 20.444 17.68 4.22
Si 17.616 25.888 3.859
Si 20.355 23.161 3.989
Si 17.763 31.336 4.186
Si 20.411 28.528 4.06
Si 23.165 3.925 4.13
Si 25.85 1.323 3.993
Si 23.163 9.395 4.241
Si 26.058 6.877 4.191
Si 23.167 14.942 4.217
Si 25.866 12.154 4.264
Si 23.184 20.503 4.177
Si 25.834 17.675 4.189
Si 23.108 25.825 4.133
Si 25.916 23.164 4.157
Si 23.16 31.178 4.214
Si 25.877 28.531 4.267
Si 28.553 4.074 3.882
Si 31.333 1.333 4.037
Si 28.589 9.493 4.082
Si 31.324 6.772 4.011
Si 28.632 14.995 4.249
Si 31.266 12.229 4.166
Si 28.562 20.378 4.175
Si 31.305 17.713 4.183
Si 28.62 25.875 4.089
Si 31.214 23.12 4.274
Si 28.603 31.315 4.09
Si 31.296 28.589 4.062
Si -0.027 -0.037 5.434
Si 2.763 2.699 5.461
Si -0.025 5.386 5.399
Si 2.714 8.163 5.471
Si 0.002 10.86 5.466
Si 2.668 13.595 5.446
Si 0.004 16.342 5.514
Si 2.716 19.061 5.496
Si -0.047 21.773 5.574
Si 2.786 24.505 5.445
Si -0.011 27.292 5.51
Si 2.694 29.951 5.43
Si 5.452 0.056 5.383
Si 8.136 2.794 5.414
Si 5.427 5.485 5.424
Si 8.203 8.195 5.369
Si 5.428 10.929 5.455
Si 8.107 13.647 5.452
Si 5.385 16.391 5.439
Si 8.115 19.105 5.497
Si 5.437 21.866 5.475
Si 8.14 24.533 5.433
Si 5.433 27.227 5.469
Si 8.191 29.98 5.399
Si 10.805 0.047 5.42
Si 13.547 2.812 5.471
Si 10.871 5.541 5.361
Si 13.688 8.201 5.269
Si 10.929 10.867 5.347
Si 13.703 13.564 5.277
Si 10.888 16.316 5.476
Si 13.61 19.043 5.406
Si 10.928 21.701 5.567
Si 13.629 24.502 5.4
Si 10.883 27.28 5.382
Si 13.544 29.987 5.353
Si 16.304 0.061 5.42
Si 19.009 2.712 5.425
Si 16.39 5.387 5.234
Si 19.077 8.101 5.264
Si 16.405 10.801 5.305
Si 19.061 13.599 5.413
Si 16.258 16.409 5.441
Si 19.006 19.11 5.392
Si 16.36 21.751 5.368
Si 18.985 24.542 5.318
Si 16.324 27.209 5.356
Si 19.1 29.909 5.473
Si 21.799 -0.081 5.53
Si 24.555 2.634 5.474
Si 21.774 5.349 5.395
Si 24.596 8.122 5.555
Si 21.766 10.795 5.519
Si 24.503 13.562 5.567
Si 21.779 16.291 5.555
Si 24.481 19.064 5.528
Si 21.721 21.835 5.436
Si 24.494 24.487 5.494
Si 21.747 27.192 5.473
Si 24.529 29.901 5.595
Si 27.203 -0.004 5.412
Si 29.937 2.745 5.322
Si 27.33 5.388 5.444
Si 29.989 8.137 5.418
Si 27.262 10.808 5.547
Si 29.973 13.609 5.566
Si 27.213 16.337 5.558
Si 29.93 19.052 5.545
Si 27.224 21.772 5.526
Si 29.885 24.525 5.56
Si 27.251 27.153 5.536
Si 29.957 29.948 5.454
Si 1.354 1.337 6.778
Si 4.099 4.094 6.796
Si 1.324 6.779 6.776
Si 4.079 9.543 6.808
Si 1.346 12.239 6.834
Si 4.037 14.992 6.793
Si 1.369 17.697 6.869
Si 4.069 20.464 6.819
Si 1.387 23.154 6.829
Si 4.087 25.874 6.84
Si 1.353 28.634 6.852
Si 4.071 31.346 6.743
Si 6.784 1.417 6.768
Si 9.531 4.151 6.74
Si 6.828 6.841 6.75
Si 9.564 9.54 6.746
Si 6.78 12.278 6.825
Si 9.511 14.962 6.814
Si 6.763 17.712 6.829
Si 9.524 20.378 6.886
Si 6.806 23.19 6.837
Si 9.515 25.915 6.749
Si 6.809 28.622 6.762
Si 9.507 31.331 6.794
Si 12.202 1.392 6.769
Si 15.008 4.141 6.723
Si 12.297 6.872 6.681
Si 15.012 9.514 6.701
Si 12.301 12.248 6.686
Si 14.964 14.938 6.746
Si 12.259 17.688 6.801
Si 14.992 20.403 6.756
Si 12.283 23.153 6.807
Si 14.996 25.848 6.757
Si 12.251 28.609 6.753
Si 14.937 31.327 6.729
Si 17.664 1.379 6.804
Si 20.405 4.054 6.78
Si 17.718 6.758 6.655
Si 20.384 9.416 6.776
Si 17.7 12.2 6.727
Si 20.4 14.915 6.851
Si 17.665 17.739 6.782
Si 20.381 20.438 6.788
Si 17.684 23.151 6.73
Si 20.351 25.837 6.779
Si 17.679 28.552 6.763
Si 20.431 31.251 6.874
Si 23.188 1.298 6.844
Si 25.907 4.053 6.79
Si 23.158 6.716 6.782
Si 25.896 9.496 6.927
Si 23.116 12.196 6.876
Si 25.855 14.957 6.901
Si 23.121 17.696 6.88
Si 25.851 20.418 6.881
Si 23.1 23.143 6.837
Si 25.855 25.822 6.886
Si 23.119 28.533 6.87
Si 25.895 31.315 6.862
Si 28.586 1.381 6.736
Si 31.275 4.055 6.77
Si 28.657 6.764 6.814
Si 31.303 9.503 6.819
Si 28.593 12.227 6.881
Si 31.326 14.984 6.895
Si 28.572 17.699 6.906
Si 31.272 20.412 6.923
Si 28.545 23.143 6.911
Si 31.302 25.887 6.858
Si 28.609 28.573 6.841
Si 31.3 31.294 6.835
Si -0.005 2.71 13.672
Si 2.706 0.025 13.619
Si 0.032 8.155 13.579
Si 2.742 5.406 13.542
Si -0.034 13.611 13.64
Si 2.705 10.854 13.595
Si 0.021 19.073 13.716
Si 2.725 16.311 13.7
Si 0.02 24.496 13.664
Si 2.758 21.826 13.602
Si -0.039 29.988 13.65
Si 2.747 27.23 13.631
Si 5.406 2.709 13.538
Si 8.166 -0.016 13.537
Si 5.45 8.153 13.512
Si 8.177 5.416 13.55
Si 5.429 13.613 13.614
Si 8.192 10.917 13.609
Si 5.493 19.065 13.619
Si 8.158 16.333 13.611
Si 5.45 24.567 13.574
Si 8.16 21.813 13.499
Si 5.437 29.971 13.586
Si 8.185 27.321 13.489
Si 10.914 2.703 13.505
Si 13.631 0.031 13.519
Si 10.924 8.146 13.522
Si 13.671 5.449 13.516
Si 10.921 13.566 13.67
Si 13.626 10.81 13.608
Si 10.903 19.053 13.521
Si 13.61 16.254 13.624
Si 10.909 24.558 13.492
Si 13.612 21.787 13.565
Si 10.88 29.945 13.53
Si 13.581 27.234 13.563
Si 16.371 2.767 13.536
Si 19.073 0.05 13.528
Si 16.334 8.129 13.635
Si 19.102 5.443 13.598
Si 16.314 13.526 13.582
Si 19.045 10.815 13.593
Si 16.314 18.985 13.655
Si 18.988 16.308 13.646
Si 16.285 24.497 13.622
Si 18.997 21.761 13.671
Si 16.352 29.963 13.573
Si 19.016 27.222 13.626
Si 21.826 2.769 13.626
Si 24.517 0.04 13.633
Si 21.806 8.11 13.607
Si 24.527 5.444 13.703
Si 21.781 13.583 13.637
Si 24.468 10.888 13.591
Si 21.751 19.087 13.664
Si 24.504 16.359 13.671
Si 21.672 24.469 13.697
Si 24.415 21.766 13.666
Si 21.799 29.979 13.617
Si 24.454 27.175 13.598
Si 27.238 2.743 13.717
Si 29.951 0.014 13.678
Si 27.224 8.143 13.654
Si 29.966 5.424 13.642
Si 27.218 13.664 13.613
Si 29.921 10.896 13.626
Si 27.2 19.08 13.713
Si 29.945 16.356 13.67
Si 27.165 24.437 13.647
Si 29.945 21.743 13.726
Si 27.258 29.964 13.642
Si 29.936 27.254 13.614
Si 1.433 4.063 14.963
Si 4.061 1.401 14.973
Si 1.347 9.508 14.98
Si 4.106 6.773 14.857
Si 1.319 14.927 15.044
Si 4.039 12.235 14.942
Si 1.425 20.49 14.998
Si 4.176 17.665 14.991
Si 1.407 25.853 15.007
Si 4.122 23.188 14.954
Si 1.354 31.337 14.995
Si 4.094 28.618 14.981
Si 6.773 4.042 14.878
Si 9.563 1.329 14.855
Si 6.755 9.544 14.867
Si 9.586 6.775 14.86
Si 6.787 14.97 14.98
Si 9.576 12.204 15.06
Si 6.857 20.482 14.934
Si 9.523 17.756 14.906
Si 6.831 25.999 14.838
Si 9.484 23.246 14.776
Si 6.803 31.322 14.936
Si 9.527 28.601 14.929
Si 12.329 4.044 14.806
Si 15.019 1.391 14.863
Si 12.283 9.413 14.961
Si 14.961 6.755 15
Si 12.284 14.923 15.059
Si 14.999 12.141 14.969
Si 12.281 20.377 14.878
Si 14.967 17.58 15.01
Si 12.209 25.88 14.937
Si 14.896 23.16 14.993
Si 12.235 31.336 14.838
Si 14.971 28.577 14.894
Si 17.727 4.104 14.945
Si 20.407 1.421 14.904
Si 17.708 9.467 15.008
Si 20.476 6.758 15.004
Si 17.598 14.905 14.979
Si 20.428 12.152 14.939
Si 17.63 20.389 15.023
Si 20.372 17.708 14.962
Si 17.637 25.858 14.991
Si 20.296 23.112 15.107
Si 17.731 31.371 14.889
Si 20.418 28.601 14.932
Si 23.177 4.081 15.085
Si 25.829 1.395 15.063
Si 23.164 9.477 14.956
Si 25.902 6.799 15.086
Si 23.155 14.969 15.002
Si 25.806 12.315 14.899
Si 23.067 20.462 15.095
Si 25.829 17.741 15.081
Si 23.078 25.843 14.992
Si 25.772 23.09 15.04
Si 23.183 31.344 14.996
Si 25.866 28.536 14.876
Si 28.63 4.109 15.073
Si 31.292 1.361 15.072
Si 28.563 9.54 14.987
Si 31.381 6.781 14.937
Si 28.557 15.017 15.023
Si 31.239 12.279 14.999
Si 28.553 20.417 15.131
Si 31.294 17.704 15.064
Si 28.586 25.82 14.894
Si 31.36 23.1 15.048
Si 28.569 31.356 15.059
Si 31.223 28.657 15.017
Si 0.049 0.032 16.415
Si 2.736 2.73 16.432
Si 0.111 5.437 16.297
Si 2.781 8.106 16.239
Si -0.067 10.892 16.307
Si 2.6 13.446 16.372
Si -0.091 16.252 16.399
Si 2.984 19.246 16.228
Si 0.094 21.781 16.477
Si 2.765 24.464 16.397
Si 0.008 27.287 16.244
Si 2.683 29.942 16.335
Si 5.415 0.011 16.279
Si 8.133 2.627 16.16
Si 5.393 5.383 16.241
Si 8.146 8.151 16.108
Si 5.396 10.884 16.283
Si 8.179 13.656 16.336
Si 5.409 16.225 16.445
Si 8.146 19.074 16.314
Si 5.633 21.977 16.288
Si 8.248 24.724 16.154
Si 5.527 27.293 16.302
Si 8.198 29.989 16.286
Si 10.907 -0.01 16.26
Si 13.652 2.715 16.219
Si 11.002 5.371 16.157
Si 13.542 8.019 16.427
Si 10.95 10.717 16.364
Si 13.673 13.457 16.381
Si 10.892 16.44 16.268
Si 13.655 19.023 16.303
Si 10.802 21.797 16.003
Si 13.509 24.526 16.358
Si 10.849 27.217 16.326
Si 13.63 30.012 16.151
Si 16.421 0.113 16.24
Si 19.087 2.768 16.322
Si 16.388 5.44 16.342
Si 19.108 8.109 16.35
Si 16.298 10.756 16.396
Si 19.012 13.505 16.209
Si 16.228 16.172 16.471
Si 19.023 19.036 16.367
Si 16.233 21.769 16.348
Si 18.913 24.513 16.448
Si 16.236 27.188 16.327
Si 19.073 30.002 16.234
Si 21.767 0.117 16.267
Si 24.544 2.759 16.517
Si 21.824 5.447 16.452
Si 24.546 8.219 16.408
Si 21.778 10.77 16.32
Si 24.541 13.633 16.39
Si 21.76 16.359 16.281
Si 24.467 19.124 16.446
Si 21.655 21.768 16.519
Si 24.349 24.418 16.374
Si 21.764 27.266 16.329
Si 24.607 29.915 16.262
Si 27.169 0.038 16.421
Si 29.935 2.719 16.47
Si 27.287 5.457 16.483
Si 30.017 8.156 16.24
Si 27.105 10.954 16.239
Si 29.835 13.603 16.4
Si 27.25 16.409 16.419
Si 29.929 19.014 16.486
Si 27.127 21.783 16.474
Si 29.94 24.499 16.278
Si 27.168 27.117 16.2
Si 29.868 29.997 16.487
Si 1.384 1.383 17.861
Si 4.098 4.129 17.776
Si 1.461 6.796 17.678
Si 4.038 9.499 17.637
Si 1.253 12.088 17.832
Si 3.99 14.697 17.729
Si 1.177 17.3 18.044
Si 4.368 20.569 17.605
Si 1.478 23.115 17.926
Si 4.231 25.846 17.617
Si 1.334 28.549 17.702
Si 4.027 31.346 17.642
Si 6.827 1.315 17.617
Si 9.538 4.031 17.342
Si 6.834 6.751 17.434
Si 9.528 9.291 17.595
Si 6.846 12.186 17.606
Si 9.461 15.203 17.621
Si 6.834 17.666 17.702
Si 9.469 20.626 17.503
Si 6.943 23.492 17.562
Si 9.481 25.888 17.806
Si 6.882 28.665 17.702
Si 9.542 31.333 17.67
Si 12.297 1.356 17.572
Si 15.047 3.99 17.615
Si 12.23 6.534 17.826
Si 14.958 9.308 17.791
Si 12.437 11.956 17.72
Si 14.975 14.674 17.937
Si 12.123 17.909 17.663
Si 14.931 20.383 17.739
Si 12.001 23.082 17.479
Si 14.841 25.877 17.791
Si 12.265 28.668 17.472
Si 14.992 31.415 17.456
Si 17.767 1.428 17.719
Si 20.375 4.104 17.783
Si 17.749 6.8 17.741
Si 20.47 9.4 17.77
Si 17.75 12.143 17.645
Si 20.407 14.871 17.463
Si 17.74 17.547 17.636
Si 20.284 20.363 17.888
Si 17.447 23.144 17.799
Si 20.38 25.925 17.682
Si 17.625 28.664 17.494
Si 20.462 31.351 17.582
Si 23.017 1.463 17.794
Si 25.977 4.077 17.93
Si 23.249 6.823 17.776
Si 25.884 9.671 17.761
Si 23.189 12.114 17.607
Si 25.922 15.062 17.773
Si 23.03 17.762 17.706
Si 25.803 20.412 17.953
Si 22.971 23.196 17.894
Si 25.744 25.823 17.589
Si 23.204 28.651 17.618
Si 25.831 31.29 17.741
Si 28.452 1.402 17.845
Si 30.211 5.513 18.918
Si 28.722 6.912 17.702
Si 31.245 9.547 17.656
Si 28.372 12.25 17.678
Si 31.219 14.932 17.752
Si 28.584 17.672 17.943
Si 31.235 20.491 17.766
Si 28.477 23.309 17.673
Si 31.344 25.892 17.525
Si 28.389 28.468 17.645
Si 31.42 31.324 17.81
Si 0.11 2.81 19.283
Si 2.869 0.088 19.162
Si 0.318 8.491 18.869
Si 2.825 5.568 19.221
Si -0.246 13.43 19.088
Si 2.142 10.186 19.004
Si 0.358 18.732 19.725
Si 2.647 15.92 19.21
Si 0.069 24.771 19.01
Si 3.104 21.742 19.181
Si 0.087 29.863 19.22
Si 2.849 27.179 18.878
Si 5.662 2.823 18.976
Si 8.116 -0.064 19.065
Si 5.659 8.226 18.787
Si 8.437 5.57 18.665
Si 5.349 13.283 19.046
Si 8.321 10.876 18.848
Si 5.564 19.078 19.017
Si 8.337 16.593 19.127
Si 5.673 24.768 19.133
Si 8.542 22.341 18.784
Si 4.1 28.608 20.168
Si 8.188 27.369 19.219
Si 10.749 2.646 18.729
Si 13.727 0.066 18.916
Si 10.166 7.279 18.783
Si 15.497 6.293 20.52
Si 11.597 13.44 19.253
Si 13.735 10.683 19.238
Si 11.077 19.681 18.871
Si 13.422 14.881 19.76
Si 11.776 24.425 20.912
Si 13.006 21.426 18.769
Si 10.979 29.963 18.898
Si 13.482 27.399 18.986
Si 16.362 2.739 19.144
Si 19.152 -0.007 18.988
Si 16.387 8.054 19.186
Si 18.975 5.413 19.178
Si 16.512 13.4 19.194
Si 19.029 10.762 19.027
Si 16.414 18.878 18.982
Si 19.151 16.16 18.915
Si 15.809 24.256 19.228
Si 18.983 21.937 19.126
Si 16.284 30.037 18.792
Si 18.984 27.389 18.849
Si 22.67 4.345 20.819
Si 24.982 -0.8 20.81
Si 21.814 8.041 19.191
Si 21.691 2.827 19.249
Si 21.732 13.467 18.749
Si 24.439 10.938 19.233
Si 21.674 18.977 19.261
Si 24.433 16.415 18.995
Si 21.715 24.765 19.245
Si 24.342 21.834 19.252
Si 22.257 30.453 18.801
Si 24.628 27.366 18.96
Si 27.262 2.78 19.512
Si 29.996 0.105 19.007
Si 26.609 7.176 20.253
Si 29.258 3.799 20.217
Si 27.124 13.63 19.223
Si 29.52 10.609 18.914
Si 27.307 19.078 19.415
Si 29.855 16.14 19.292
Si 27.146 24.671 19.065
Si 29.755 21.852 18.92
Si 26.698 30.56 19.912
Si 29.946 27.199 18.834
Si 1.308 4.398 20.675
Si 4.528 1.251 20.342
Si 2.984 9.784 21.192
Si 4.339 7.112 20.272
Si 1.049 14.742 20.598
Si 4.914 11.188 21.449
Si 2.414 19.707 20.26
Si 3.834 17.787 20.081
Si 1.59 25.899 20.347
Si 5.002 22.878 20.304
Si 1.65 30.514 20.936
Si 5.436 30.039 18.948
Si 7.353 4.017 20.145
Si 9.293 1.565 20.213
Si 7.149 9.423 20.201
Si 9.857 8.035 20.899
Si 7.387 14.915 20.585
Si 9.224 12.246 20.515
Si 7.049 21.48 20.397
Si 9.944 17.997 20.296
Si 6.487 26.548 20.702
Si 10.373 23.977 18.991
Si 6.514 31.5 20.414
Si 10.05 28.348 20.302
Si 11.835 3.467 20.569
Si 15.339 1.004 20.385
Si 12.526 9.772 21.074
Si 13.848 5.262 19.144
Si 12.641 17.048 19.783
Si 15.568 11.664 20.503
Si 13.781 23.131 20.263
Si 14.27 18.341 20.826
Si 11.941 26.832 20.694
Si 14.756 21.452 21.501
Si 12.514 31.208 20.153
Si 14.686 29.023 20.143
Si 17.272 4.438 20.557
Si 20.442 1.23 20.514
Si 17.317 9.87 20.411
Si 20.491 6.568 20.54
Si 18.165 14.645 20.395
Si 20.272 12.363 20.175
Si 17.752 20.919 20.819
Si 20.804 17.021 20.345
Si 17.411 25.295 20.637
Si 20.048 23.558 20.452
Si 17.555 31.419 20.141
Si 21.002 28.748 20.895
Si 24.891 5.761 19.137
Si 26.224 1.95 21.752
Si 23.13 9.426 20.535
Si 24.689 8.679 22.134
Si 23.086 14.847 19.977
Si 25.364 12.753 20.54
Si 25.05 17.734 20.871
Si 23.137 20.262 20.606
Si 23.06 26.375 20.489
Si 25.98 23.112 20.381
Si 23.923 32.216 18.784
Si 26.769 28.304 19.497
Si 31.494 4.057 17.666
Si 30.782 1.964 20.267
Si 27.727 8.741 18.918
Si 31.577 6.453 20.625
Si 29.019 14.284 20.545
Si 30.561 12.35 20.204
Si 28.294 20.912 20.525
Si 31.963 17.336 21.222
Si 28.194 26.506 20.18
Si 30.831 22.993 20.565
Si 28.907 31.298 20.468
Si 30.926 28.796 20.218
Si -4.115 2.127 32.01
Si -12.633 2.771 25.514
Si 5.561 2.812 27.985
Si 7.497 7.172 26.083
Si -1.232 11.767 23.122
Si -4.575 24.233 24.866
Si -9.442 26.201 27.028
Si -7.571 37.079 24.903
Si -1.86 19.343 28.976
Si -7.742 15.676 28.416
Si 15.088 39.085 24.942
Si 1.561 20.273 23.917
Si 11.173 5.805 22.336
Si 2.838 12.939 30.389
Si 6.017 -0.393 25.517
Si 8.121 21.593 25.887
Si 18.362 20.929 23.804
Si 10.842 24.681 23.126
Si 15.965 23.916 31.979
Si 6.306 23.716 24.984
Si 6.962 32.429 30.579
Si -4.785 33.805 24.349
Si 17.955 2.986 30.095
Si 18.886 -2.122 25.499
Si 16.238 17.252 26.46
Si 30.135 0.302 22.682
Si -0.853 12.47 27.706
Si 4.257 22.669 23.058
Si 17.986 8.367 28.241
Si 12.25 10.096 25.98
Si 20.253 19.96 29.046
Si 18.149 45.602 30.157
Si 18.686 29.607 22.549
Si 16.417 -5.194 22.369
Si 21.526 12.882 32.866
Si 10.906 5.617 27.686
Si 13.076 14.504 27.395
Si 17.623 14.715 34.526
Si 14.561 15.413 24.858
Si 7.377 4.586 24.433
Si 15.487 15.625 31.396
Si 19.178 8.591 22.581
Si 13.138 21.318 28.764
Si 24.917 21.199 26.189
Si 26.181 23.588 33.229
Si 14.565 -0.97 33.526
Si 21.689 10.448 22.069
Si 23.417 -1.518 32.763
Si 11.765 -0.52 32.403
Si 13.822 22.675 26.25
Si 28.937 9.407 30.91
Si 36.12 18.782 35.189
Si 21.931 22.273 22.64
Si 25.096 24.224 25.592
Si 20.681 17.714 27.073
Si 23.962 49.456 23.595
Si 29.24 22.415 22.802
Si 24.695 1.961 28.266
Si 19.556 7.316 30.593
Si 13.583 11.614 28.177
Si 24.555 7.191 24.741
Si 26.313 4.301 32.455
Si 18.286 15.806 30.871
Si 35.848 19.968 22.413
Si 35.343 23.374 30.098
Si 36.924 19.545 27.782
Si 30.962 43.729 33.248
Si 33.932 45.942 23.318
Si 21.919 29.545 28.102
Si -0.784 -3.478 27.749
Si -3.888 -2.96 27.493
Si -1.908 17.364 26.632
Si -4.307 17.818 24.962
Si -1.294 28.235 23.256
Si -2.091 14.637 26.074
Si 2.307 24.576 27.177
Si 15.19 33.99 34.063
Si 7.323 19.878 28.333
Si 1.378 36.692 32.839
Si -0.034 26.219 28.047
Si 10.408 -3.7 30.263
Si 3.459 11.907 33.131
Si 17.343 2.581 27.233
Si 14.733 19.138 30.065
Si 9.05 17.953 22.488
Si -4.732 13.821 25.996
Si 4.736 26.268 26.146
Si -6.532 28.366 24.323
Si 7.429 13.839 27.892
Si 6.687 30.116 23.267
Si -0.226 31.025 23.494
Si -3.808 37.944 27.195
Si 14.97 3.459 25.428
Si 23.084 8.494 33.966
Si 5.999 11.99 24.226
Si 18.146 7.305 25.263
Si 18.576 18.166 24.929
Si 21.762 14.847 23.963
Si 16.76 17.292 29.253
Si 8.524 20.64 22.999
Si 24.642 37.544 27.912
Si 25.55 49.623 25.966
Si 23.215 28.058 24.698
Si 18.866 28.335 31.333
Si 15.566 1.224 23.364
Si 28.962 5.979 21.959
Si 25.278 6.303 30.328
Si 42.201 17.954 28.706
Si 27.66 11.948 29.991
Si 27.367 6.062 24.557
Si 15.222 20.752 24.363
Si 11.182 25.312 27.692
Si 14.277 13.551 22.532
Si 11.564 19.208 26.952
Si 27.721 35.007 27.233
Si 22.067 15.104 27.159
Si 43.419 0.469 27.204
Si 25.973 11.38 23.231
Si 19.86 4.869 29.243
Si 25.764 12.983 27.984
Si 30.344 24.435 29.238
Si 25.277 21.106 29.293
Si 34.659 27.187 30.194
Si 15.33 28.177 27.377
Si 14.659 28.501 24.532
Si 23.338 51.466 25.658
Si 22.607 -0.177 22.38
Si 31.486 5.906 28.538
Si 29.153 7.543 28.92
Si 36.118 4.468 30.93
Si 26.299 17.077 30.465
Si 30.948 15.689 31.499
Si 33.001 14.331 29.797
Si 24.816 30.448 27.695
Si 32.448 17.814 24.147
Si 20.262 23.068 24.916
Si 28.053 31.746 32.891
Si 34.262 42.014 33.258
Si 10.338 4.521 24.988
Si 11.001 0.874 21.705
Si -8.185 8.95 31.343
Si -3.841 11.223 24.776
Si 3.542 30.693 26.267
Si -3.744 15.259 23.666
Si 18.531 32.628 30.259
Si 7.021 21.451 33.423
Si -3.814 30.865 30.338
Si 3.273 29.601 28.975
Si 11.084 32.085 24.222
Si 11.931 -1.099 29.526
Si 10.836 -6.696 30.711
Si 6.076 5.085 21.773
Si 4.058 -4.032 24.112
Si 7.991 25.575 23.375
Si 8.41 21.193 30.837
Si 16.351 10.751 28.826
Si 19.712 22.955 28.107
Si 6.208 27.347 32.363
Si 11.062 19.317 23.874
Si 14.366 25.165 27.442
Si 8.402 39.462 29.026
Si 18.846 9.425 32.585
Si 8.164 -4.306 28.441
Si 22.65 20.487 30.47
Si 20.403 11.166 30.686
Si 1.992 15.933 24.241
Si 2.252 12.082 27.684
Si -10.847 28.424 32.281
Si 14.655 17.965 32.939
Si 0.147 41.26 28.05
Si 23.195 27.474 29.881
Si 26.01 26.617 29.747
Si 9.314 39.572 33.225
Si 13.857 18.154 23.668
Si 16.985 -8.309 29.148
Si 16.084 10.361 33.532
Si 14.301 8.113 32.33
Si 19.215 16.18 22.721
Si 12.008 11.772 23.423
Si 4.125 17.245 22.332
Si 11.962 27.399 23.698
Si 18.413 35.132 22.743
Si 23.14 44.73 24.197
Si 20.759 23.02 32.97
Si 17.441 26.426 33.066
Si 32.313 21.683 27.582
Si 33.917 10.355 23.654
Si 29.61 13.706 33.248
Si 41.52 25.846 32.947
Si 26.8 10.65 32.479
Si 13.608 17.397 27.946
Si 17.53 30.764 32.566
Si 28.319 14.714 30.84
Si 35.137 21.591 26.451
Si 22.129 38.433 30.697
Si 9.006 30.795 32.217
Si 27.759 19.466 29.033
Si 21.888 -1.635 24.875
Si 24.119 2.504 22.835
Si 38.801 4.993 30.235
Si 21.221 -0.495 29.141
Si 38.673 14.729 25.398
Si 15.409 40.757 29.655
Si 32.523 22.907 30.441
Si 35.162 9.524 26.321
Si 30.92 28.787 30.516
Si 37.318 25.419 30.459
Si 28.862 26.638 30.54
Si 2.192 -0.536 30.43
Si 0.089 1.013 28.731
Si -0.593 9.477 31.1
Si 8.266 11.333 30.62
Si -12.459 38.231 26.308
Si 6.936 15.744 22.694
Si -1.196 18.063 33.269
Si 2.962 20.255 30.263
Si 7.001 37.444 33.071
Si 0.722 31.676 26.442
Si -2.791 22.821 26.751
Si 10.87 22.938 25.715
Si 9.63 8.881 30.934
Si 12.452 10.194 30.801
Si 9.341 17.462 33.911
Si 2.838 14.798 28.376
Si 6.654 26.037 28.293
Si 12.891 -8.57 32.235
Si 14.115 31.405 24.567
Si 17.929 27.253 28.751
Si 0.341 28.036 32.614
Si 7.244 14 30.938
Si 1.702 24.258 22.833
Si 6.095 29.569 30.131
Si 7.245 10.796 27.714
Si 28.428 -6.967 33.316
Si 12.162 3.092 26.801
Si 4.536 1.563 30.478
Si 3.879 16.774 26.412
Si 14.003 7.218 22.159
Si 1.32 30.94 33.247
Si 8.703 26.505 26.356
Si 10.111 46.326 30.878
Si 21.148 26 24.99
Si 24.202 32.193 30.094
Si 19.69 27.918 26.573
Si 9.002 11.476 23.466
Si 26.782 -1.506 25.606
Si 9.638 29.376 23.296
Si 28.564 26.913 23.241
Si 9.242 9.407 25.604
Si 25.514 17.201 33.368
Si 23.706 14.689 33.677
Si 30.338 9.866 27.065
Si 14.334 30.858 27.714
Si 24.302 24.41 22.583
Si 17.183 36.131 33.04
Si 10.277 47.57 28.253
Si 22.72 7.165 27.095
Si 37.69 2.592 25.087
Si 13.399 7.537 27.278
Si 22.467 9.668 29.085
Si 32.697 19.985 31.315
Si 11.994 12.411 32.879
Si 20.317 20.146 31.992
Si 27.88 20.373 26.075
Si 11.297 21.762 31.101
Si 34.154 27.103 23.091
Si 17.199 32.148 27.567
Si 32.068 22.307 23.006
Si 38.073 9.386 26.003
Si 42.916 -13.662 31.443
Si 21.824 -9.091 30.361
Si 40.45 0.788 27.665
Si 26.575 27.838 27.177
Si 22.834 12.207 27.23
Si 39.541 15.621 33.322
Si 33.464 3.798 29.879
Si 29.623 33.805 29.375
Si 24.808 23.853 30.519
Si 22.236 33.479 26.577
Si 36.231 35.871 22.502
O -1.295 -4.493 21.647
O 1.893 -7.03 23.655
O 4.701 1.765 28.871
O -3.23 0.759 24.061
O 2.645 8.184 33.691
O 10.155 5.503 26.256
O -3.449 2.206 30.535
O -3.896 10.761 30.005
O -5.816 11.835 31.384
O -10.123 28.86 29.411
O 1.198 15.033 34.859
O 9.723 16.429 28.229
O 7.815 21.045 29.351
O 5.529 26.069 31.643
O 0.215 30.294 27.131
O -1.235 23.276 34.932
O -2.556 30.087 30.993
O 6.866 14.2 29.373
O 8.261 24.471 33.542
O 5.581 26.859 27.387
O -5.616 21.943 20.723
O -3.059 25.041 34.185
O -2.885 23.221 28.325
O -3.393 30.958 33.695
O 0.525 -3.123 33.171
O 9.467 -7.087 31.482
O 5.75 5.512 33.826
O 7.536 3.543 33.967
O 1.902 18.349 35.4
O 4.816 11.401 33.865
O 12.523 10.695 24.514
O 5.374 -3.519 23.288
O 15.03 7.343 31.059
O -0.785 13.421 29.029
O 11.222 11.354 33.853
O 9.306 12.66 34.896
O -1.779 14.559 32.678
O 3.24 19.274 29.013
O 7.01 12.361 27.418
O 7.524 27.057 29.209
O 2.535 24.065 34.26
O -1.41 25.443 28.362
O 9.412 25.307 22.64
O 13.634 18.145 29.386
O 7.634 20.07 34.015
O 2.664 30.631 34.09
O 4.072 33.79 34.532
O 3.443 29.539 27.381
O 10.658 0.674 23.278
O 17.175 3.293 28.696
O 8.182 5.848 32.827
O 15.533 -3.947 25.873
O 8.644 10.044 31.532
O 10.917 -0.643 28.361
O 3.625 21.928 35.42
O 13.131 8.968 31.61
O 27.07 15.681 30.652
O 18.157 17.163 30.033
O 15.581 11.632 32.68
O 19.174 10.519 31.48
O 10.143 19.028 27.661
O 15.216 14.025 31.502
O 8.244 27.997 26.855
O 17.716 20.872 34.208
O 7.232 38.322 25.622
O 9.413 34.427 34.636
O 5.604 16.393 33.953
O 18.716 40.658 31.813
O 9.728 38.543 28.769
O 15.966 31.007 32.971
O 10.61 25.48 29.189
O 16.858 33.708 27.352
O 17.424 3.712 31.45
O 18.823 -4.508 29.738
O 16.299 2.105 33.148
O 9.216 -3.128 31.219
O 17.65 10.033 33.46
O 24.864 13.658 34.122
O 20.046 9.305 33.634
O 15.467 9.082 32.835
O 19.022 7.325 35.146
O 6.38 14.936 31.931
O 16.362 3.371 26.235
O 24.558 18.126 26.479
O 18.589 20.779 22.202
O 11.707 15.193 34.657
O 22.447 10.918 28.082
O 15.931 17.782 33.943
O 19.659 19.326 33.218
O 16.39 22.888 33.17
O 11.315 27.994 35.505
O 16.794 20.815 24.114
O 17.734 29.405 31.733
O 19.829 23.698 34.1
O 18.573 35.858 33.86
O 21.633 32.986 21.184
O 16.455 4.769 33.718
O 35.987 -6.965 26.648
O 30.501 9.003 31.134
O 24.171 3.802 36.085
O 24.766 3.913 32.717
O 22.815 2.268 32.857
O 17.549 9.929 28.115
O 30.243 18.7 34.092
O 25.991 16.153 27.282
O 25.375 9.926 32.264
O 21.839 25.616 26.412
O 15.849 26.668 35.712
O 25.359 14.212 28.959
O 22.758 13.918 32.617
O 21.11 9.944 29.919
O 22.129 22.561 33.716
O 33.955 15.127 28.746
O 23.258 25.971 34.833
O 33.695 18.81 24.318
O 16.746 23.621 30.584
O 20.887 30.689 28.573
O 20.916 19.735 37.076
O 27.732 30.929 31.523
O 20.533 24.613 24.404
O 29.543 2.638 33.171
O 27.182 3.005 32.002
O 27.351 -5.484 30.425
O 26.895 -0.709 34.011
O 18.332 7.955 26.727
O 23.665 6.159 30.467
O 21.52 11.818 31.657
O 20.138 13.68 32.874
O 29.684 15.507 30.517
O 22.471 8.263 28.269
O 35.517 13.125 34.012
O 32.302 10.49 23.611
O 38.097 21.234 33.482
O 26.2 7.18 24.897
O 32.297 17.028 34.172
O 33.712 21.093 27.051
O 34.258 19.802 30.974
O 21.727 27.838 33.794
O 30.155 36.504 35.247
O 35.55 31.096 29.411
O 22.338 32.309 33.149
O 29.882 27.709 29.903
O 28.352 33.244 32.396
O 28.431 38.422 25.72
O -3.659 -0.598 21.917
O -3.766 14.708 22.148
O -4.539 -1.901 26.444
O 0.836 0.034 29.774
O 5.457 6.5 21.296
O 5.442 13.226 25.131
O 11.012 13.502 32.195
O 8.851 7.846 25.5
O 16.348 21.654 21.207
O 1.187 26.999 21.493
O 5.356 33.672 25.039
O -3.037 23.454 21.591
O 4.002 18.693 23.05
O -6.063 18.113 20.563
O 2.333 31.735 26.445
O -5.447 18.069 29.604
O 4.29 21.162 22.493
O 12.455 20.286 27.734
O 17.937 26.573 19.788
O 10.293 26.312 26.72
O 4.93 31.487 26.412
O -3.489 37.037 21.794
O 6.444 31.377 24.246
O 6.938 30.69 21.764
O 3.478 8.222 21.103
O 12.039 2.141 21.516
O 11.997 6.819 27.662
O 8.053 -3.341 23.685
O 5.246 12.066 22.78
O 6.197 10.187 21.289
O 11.145 5.337 23.863
O 14.154 7.917 28.649
O 5.97 14.533 19.888
O -7.984 24.762 24.11
O 7.978 19.143 22.737
O 3.783 20.972 27.166
O 9.718 29.148 21.697
O -0.366 21.561 31.311
O 1.591 27.483 31.74
O 14.7 19.226 24.541
O 2.777 28.053 23.298
O 10.88 23.889 27.009
O -5.075 26.799 34.14
O 9.082 10 24.11
O 7.199 45.053 31.262
O 9.951 40.371 31.986
O 10.224 30.802 23.753
O 14.654 17.804 22.305
O 7.056 -6.378 22.237
O 13.273 4.133 20.223
O 21.077 -4.182 27.215
O 19.715 -11.304 28.432
O 14.981 4.849 24.607
O 8.922 11.394 21.86
O 25.485 7.865 30.679
O 19.066 5.984 25.244
O 11.188 16.93 20.558
O 18.517 26.89 31.967
O 21.04 16.248 27.709
O 10.506 23.565 24.259
O 15.916 15.976 25.535
O 14.289 19.981 20.915
O 10.461 14.37 18.593
O 17.36 19.473 20.186
O 14.277 29.25 28.004
O 2.542 20.929 24.999
O 24.243 20.315 30.287
O 14.535 29.985 23.902
O -0.709 19.773 19.052
O 16.476 32.523 20.688
O 10.905 37.211 21.357
O 24.098 5.644 24.541
O 22.614 -0.57 29.916
O 26.534 4.706 24.208
O 18.915 -5.779 27.531
O 10.747 9.566 26.112
O 22.724 15.874 23.187
O 14.432 16.462 32.307
O 22.817 14.974 35.011
O 24.139 13.848 20.833
O 11.018 9.165 21.027
O 11.47 14.634 27.207
O 19.624 12.324 29.85
O 19.911 18.689 28.117
O 7.629 12.143 24.035
O 23.709 9.695 30.127
O 13.673 16.733 24.43
O 23.151 23.304 22.549
O 19.976 27.085 25.222
O 19.66 17.454 25.866
O 17.799 28.264 22.587
O 19.397 34.416 21.663
O 24.779 27.571 30.177
O 20.228 29.152 22.259
O 15.412 17.85 19.771
O 35.589 11.042 26.681
O 23.043 3.517 22.157
O 12.554 11.309 26.982
O 22.396 13.392 23.632
O 26.111 12.39 21.959
O 21.889 15.108 25.555
O 19.268 8.155 29.217
O 21.525 5.453 21.178
O 25.514 9.978 22.606
O 13.777 22.467 27.852
O 16.47 13.739 33.853
O 12.304 17.782 27.08
O 24.921 16.982 22.303
O 28.261 25.656 24.171
O 26.303 27.446 25.644
O 25.123 22.696 29.456
O 20.449 30.925 25.593
O 19.885 28.371 19.788
O 23.237 30.185 27.378
O 17.654 12.883 31.703
O 23.823 31.513 21.907
O 29.772 29.912 20.571
O 23.797 25.718 21.783
O 25.737 25.119 30.227
O 26.224 5.431 31.304
O 22.649 10.818 23.308
O 20.14 0.006 30.219
O 24.044 8.024 23.464
O 32.735 5.396 21.14
O 27.726 14.558 24.549
O 27.87 6.292 20.795
O 31.812 9.203 26.916
O 17.069 16.798 27.762
O 20.082 17.206 21.796
O 31.252 11.691 21.53
O 32.316 13.096 23.457
O 24.596 28.151 23.831
O 24.397 25.139 26.72
O 36.231 14.227 29.712
O 26.236 26.606 28.145
O 26.707 24.21 25.695
O 28.918 20.982 22.065
O 28.681 26.387 21.727
O 21.142 39.729 31
O 29.494 42.687 25.667
O 28.091 23.033 23.748
O 21.824 30.029 20.341
O -2.247 6.71 21.763
O -8.442 -1.961 34.092
O 7.286 6.087 29.957
O -4.363 6.496 23.323
O 8.768 14.495 31.215
O 7.707 10.704 29.246
O 10.869 14.478 29.71
O -6.892 7.612 21.579
O -0.355 15.46 30.692
O 7.614 7.174 27.681
O -6.033 11.844 28.738
O 7.307 21.751 31.85
O 6.817 14.831 26.789
O 3.469 3.569 35.394
O -4.362 13.42 29.878
O 7.95 21.536 21.78
O 8.312 16.571 22.736
O 2.74 23.141 23.334
O -1.214 45.987 26.373
O -5.391 34.532 23.021
O 10.775 32.419 25.762
O 0.775 35.134 28.947
O 2.136 -0.672 20.45
O 10.048 6.939 22.085
O -0.316 7.855 20.275
O 5.877 9.973 27.447
O 8.902 4.045 24.422
O 2.987 -3.125 21.006
O 12.912 13.105 23.298
O 6.604 4.233 31.601
O 8.335 13.597 20.591
O -1.444 23.868 30.502
O 7.792 25.449 27.256
O 5.733 19.702 28.394
O 15.325 21.445 35.135
O 11.35 19.633 25.42
O 12.801 25.403 27.887
O 14.472 21.422 23.093
O 4.213 20.149 31.293
O 13.142 27.915 24.681
O 12.123 25.232 31.374
O 6.971 34.833 27.552
O 15.74 42.353 29.924
O 8.249 32.076 31.532
O 0.955 -2.039 22.423
O 13.627 -2.523 20.773
O 17.944 9.34 21.84
O 16.665 -4.526 28.27
O 11.683 4.2 27.901
O 8.312 8.569 21.005
O 14.034 14.481 21.233
O 12.301 11.042 22.024
O 2.707 4.825 32.328
O 4.939 15.94 25.517
O 14.867 17.881 27.047
O 13.113 10.712 29.427
O 9.732 22.132 30.897
O 14.277 20.637 29.692
O 10.158 17.998 23.682
O 5.556 32.749 20.878
O 13.273 31.548 32.522
O 9.329 33.839 27.445
O 7.298 24.179 23.79
O 18.905 22.354 24.36
O 20.165 23.094 26.54
O 22.68 32.166 25.727
O 18.191 -2.051 21.395
O 15.505 -5.231 23.684
O 24.492 3.042 24.332
O 19.026 5.825 30.265
O 19.635 7.262 21.754
O 23.782 7.796 26.033
O 23.506 15.617 27.668
O 15.119 11.176 27.858
O 10.799 12.671 20.471
O 9.624 12.2 30.346
O 24.779 16.097 24.819
O 20.484 9.532 22.637
O 7.312 32.49 26.455
O 21.972 18.48 26.449
O 11.054 27.582 30.803
O 30.861 17.19 32.063
O 19.076 19.652 24.509
O 19.643 19.821 30.552
O 34.32 8.877 27.54
O 27.277 27.912 23.274
O 10.181 20.522 23.155
O 18.523 30.4 23.939
O 22.551 29.546 24.719
O 11.742 32.563 30.818
O 23.321 1.109 23.056
O 24.782 12.015 24.162
O 29.952 11.742 23.743
O 21.968 15.885 20.641
O 26.541 13.623 26.732
O 30.494 5.254 27.395
O 19.32 2.767 24.051
O 31.944 29.259 29.365
O 21.054 11.813 21.486
O 35.425 13.577 27.297
O 33.309 11.878 27.522
O 13.508 13.229 28.303
O 16.608 6.919 25.043
O 30.287 14.86 24.476
O 29.346 24.054 25.861
O 20.625 34.168 34.027
O 22.429 20.881 21.959
O 28.523 19.438 24.896
O 22.284 22.048 30.521
O 23.552 27.586 26.229
O 22.254 26.852 24.119
O 12.013 22.72 32.188
O 23.702 20.365 25.52
O 28.136 28.241 27.261
O 29.757 12.102 32.95
O 28.765 1.401 28.034
O 18.11 -0.751 28.876
O 32.56 9.276 29.548
O 34.583 11.841 23.665
O 18.732 24.399 20.994
O 34.268 13.767 21.795
O 39.679 5.349 23.059
O 28.542 12.346 25.86
O 24.228 19.129 21.053
O 26.801 16.56 34.129
O 31.375 15.88 26.705
O 35.174 16.657 25.58
O 31.845 22.016 21.414
O 39.225 19.929 20.056
O 28.77 16.891 23.685
O 32.866 23.714 23.108
O 27.398 11.065 23.974
O 37.864 27.578 20.912
O 31.49 32.126 22.823
O 27.041 32.463 24.706
O 31.494 29.747 23.807
O 30.619 34.273 21.864
O 24.562 22.729 25.844
O 15.85 -1.319 27.877
O -6.745 0.406 21.353
O 3.722 12.48 31.645
O 0.569 3.554 31.492
O -3.553 14.579 26.806
O -1.189 18.123 25.392
O 12.601 11.504 31.721
O 8.107 16.673 33.165
O 2.704 11.797 29.228
O -0.983 -4.608 31.714
O 2.924 16.32 22.958
O 6.359 36.021 24.58
O 3.471 29.939 24.85
O -0.814 11.797 34.395
O 7.707 28.067 36.638
O 3.622 19.332 33.669
O 3.427 26.435 30.116
O 4.626 38.196 30.566
O -2.707 27.597 23.74
O 3.287 33.259 30.77
O 0.843 25.259 27.074
O -2.291 29.589 27.283
O -4.5 36.534 27.547
O 11.928 1.585 27.336
O 8.914 8.173 29.68
O 6.753 9.796 34.728
O 1.796 9.681 22.298
O 4.786 12.2 20.154
O 3.91 8.796 26.078
O 18.226 14.534 29.849
O 21.725 7.652 34.421
O 11.391 20.172 31.475
O -1.984 11.299 27.787
O 9.703 21.881 26.068
O 14.862 34.035 21.903
O 18.208 23.571 28.367
O 15.141 12.265 22.003
O 0.111 27.051 33.867
O 5.58 16.626 22.637
O -3.761 21.572 26.413
O 1.035 21.845 34.52
O 13.612 8.737 21.716
O 15.661 43.16 35.087
O -0.359 27.662 27.351
O 10.524 31.135 32.668
O 4.645 29.115 29.64
O 5.724 25.109 29.245
O 9.684 28.655 28.856
O 11.709 -0.541 21.255
O 7.54 0.106 29.108
O 22.224 4.572 31.767
O 10.514 6.11 33.935
O 10.976 9.636 30.468
O 20.036 -10.96 32.376
O 17.811 3.812 22.007
O 15.646 16.27 29.914
O 15.421 14.332 36.949
O 12.638 6.367 21.992
O 12.029 22.009 29.69
O 19.569 15.898 31.799
O 14.82 26.675 27.175
O 2.86 21.801 29.797
O 4.553 27.445 25.078
O -1.024 24.312 20.153
O 12.439 27.517 22.138
O 21.448 37.768 29.387
O 11.56 30.07 30.04
O 20.701 22.863 21.77
O 14.287 24.226 26.103
O 26.219 34.636 27.709
O 23.395 40.968 32.381
O 6.287 40.769 25.588
O 17.026 15.771 31.934
O 24.315 3.491 28.689
O 24.415 12.369 27.41
O 19.48 5.264 27.73
O 13.403 -1.105 28.843
O 10.455 12.187 23.753
O 21.302 6.754 26.425
O 22.584 11.865 25.686
O 5.575 25.029 25.544
O 18.387 17.137 23.709
O 26.795 20.642 29.605
O 34.6 14.322 24.343
O 30.543 17.078 20.474
O 34.319 9.499 24.946
O 23.616 34.153 27.133
O 15.541 24.494 28.38
O 10.097 26.4 33.831
O 20.828 23.699 29.074
O 25.857 39.638 34.727
O 18.241 25.749 34.277
O 23.028 26.449 28.618
O 13.893 34.992 34.071
O 21.234 1.687 25.634
O 22.9 10.08 34.301
O 33.08 -0.572 33.948
O 31.573 7.287 34.429
O 30.904 18.009 28.086
O 32.291 4.77 29.339
O 25.329 4.441 26.505
O 30.6 22.313 23.692
O 29.301 19.65 29.487
O 24.351 16.075 33.169
O 32.133 36.248 36.884
O 28.349 30.137 28.997
O 26.78 22.259 33.945
O 24.052 37.749 20.397
O 25.584 23.812 21.802
O 16.747 25.933 21.974
O 21.931 19.865 31.801
O 22.679 29.799 32.242
O 26.377 29.929 24.634
O 17.143 18.32 25.668
O 32.873 32.996 27.25
O 31.302 53.187 28.012
O 18.538 -1.938 33.839
O 31.194 1.223 29.058
O 19.489 3.385 29.739
O 34.782 -4.072 29.422
O 31.366 1.423 34.648
O 31.459 22.524 26.485
O 26.801 17.598 25.224
O 34.778 18.426 17.323
O 27.058 4.881 33.784
O 42.992 18.099 32.77
O 32.897 21.143 23.692
O 40.651 18.445 28.748
O 31.807 19.218 30.214
O 23.258 24.345 30.357
O 35.672 21.821 32.874
O 29.321 32.33 29.912
O 35.118 23.203 26.328
O 34.685 24.574 21.257
O 32.956 31.653 24.883
O 23.34 38.432 27.605
O 33.16 37.723 33.753
O 30.479 39.436 29.473
O 45.331 31.843 24.017
O 32.745 27.525 23.772
O -4.832 2.113 25.636
O 10.581 -4.439 23.964
O -16.328 -7.247 32.471
O 2.131 3.839 22.008
O -0.074 6.987 28.038
O -0.811 10.916 31.879
O 3.76 2.918 24.098
O 11.502 0.534 33.628
O -0.968 17.943 22.709
O -10.648 17.266 35.899
O 13.194 8.858 26.373
O 7.704 20.38 26.848
O 11.684 25.818 23.942
O 7.882 21.172 24.354
O 0.798 26.401 29.438
O 7.385 14.421 34.28
O -7.42 23.247 31.961
O -0.276 19.276 32.73
O -10.965 31.65 23.398
O 5.951 36.75 28.903
O 3.95 24.014 30.886
O 12.382 22.371 25.567
O 1.87 2.67 33.622
O -3.612 -7.434 29.782
O 4.758 4.208 22.101
O 8.139 -2.329 33.503
O 5.956 0.97 31.05
O 3.786 1.835 21.676
O 4.148 3 31.111
O 0.598 8.84 32.059
O 0.795 9.744 34.614
O 6.94 14.98 24.11
O 7.659 26.922 32.935
O 13.926 -1.409 26.184
O 5.613 10.567 24.9
O 13.595 15.813 28.184
O -2.241 9.623 33.85
O 5.151 22.765 24.381
O 11.869 20.615 34.712
O 18.689 29.132 26.252
O 13.431 18.577 33.81
O 8.638 40.693 34.146
O 11.241 35.933 25.468
O 14.973 29.023 35.06
O 6.424 28.612 31.387
O 7.168 29.542 28.899
O 14.415 7.243 23.724
O 15.252 -0.209 24.068
O 16.995 12.134 29.358
O 12.117 4.171 34.692
O 1.303 13.393 30.729
O 14.33 6.594 26.357
O 2.427 10.685 32.879
O 0.436 16.343 24.119
O 3.664 16.051 27.84
O 8.332 10.206 26.674
O 15.022 14.488 23.618
O 25.612 5.81 28.819
O 17.955 31.628 26.233
O 14.87 18.951 31.671
O 12.492 18.931 23.212
O 1.264 23.602 30.882
O 21.879 19.922 29.163
O 8.322 26.36 24.777
O 13.107 24.556 33.762
O 14.884 21.634 25.657
O 14.872 34.969 24.326
O 6.353 32.005 34.515
O 17.881 34.082 30.341
O 8.326 35.474 20.765
O 9.037 13.948 27.883
O 13.718 3.329 26.444
O 24.434 -0.873 31.654
O 9.775 -10.137 34.48
O 13.738 14.506 25.916
O 18.07 15.418 21.84
O 22.715 4.67 34.173
O 20.636 16.077 34.046
O 15.533 28.253 21.28
O 4.843 23.54 21.828
O 21.444 22.178 24.193
O 21.047 24.013 31.724
O 14.379 23.826 31.656
O 24.94 16.72 29.647
O 6.033 31.109 30.59
O 28.044 42.292 32.236
O 24.897 20.827 27.758
O 25.522 31.423 26.603
O 21.979 46.208 27.648
O 16.759 27.779 33.63
O 22.963 33.828 35.216
O 18 31.942 31.595
O 22.021 -5.162 21.08
O 21.324 0.495 27.879
O 18.861 2.576 26.637
O 20.806 4.176 25.76
O 16.738 7.53 28.896
O 26.955 11.216 33.964
O 20.237 15.125 23.454
O 18.665 8.262 24.07
O 18.524 18.595 35.436
O 16.182 18.794 29.408
O 10.335 18.086 30.115
O 23.355 18.194 24.151
O 18.699 11.857 36.485
O 13.13 13.234 33.706
O 23.302 20.511 34.89
O 26.412 20.89 25.619
O 28.57 20.545 34.871
O 24.956 18.49 34.173
O 27.698 19.484 27.419
O 27.411 24.548 32.801
O 17.166 34.183 23.197
O 24.655 33.677 29.595
O 17.46 25.876 29.429
O 20.328 28.809 31.797
O 34.968 4.43 29.771
O 32.784 15.921 21.275
O 24.952 -1.553 29.158
O 37.879 -4.904 33.575
O 29.512 8.816 27.977
O 21.515 12.195 34.328
O 37.402 3.103 26.611
O 34.424 -1.271 31.785
O 36.904 18.322 26.713
O 28.276 6.436 28.165
O 19.247 13.478 20.752
O 28.328 14.217 32.389
O 25.236 24.349 34.27
O 25.953 17.708 31.904
O 29.195 17.296 26.24
O 32.705 22.577 28.862
O 22.45 27.257 31.316
O 41.478 19.729 31.392
O 35.31 24.157 28.69
O 25.869 28.709 34.789
O 39.815 22.886 26.095
O 29.166 26.438 32.103
O 28.31 40.795 30.149
O 25.655 29.076 27.657
Si -0.019 2.703 8.128
Si 2.715 -0.001 8.149
Si -0.007 8.139 8.171
Si 2.707 5.439 8.136
Si 0.012 13.604 8.224
Si 2.718 10.889 8.184
Si -0.001 19.05 8.24
Si 2.712 16.325 8.216
Si 0.009 24.514 8.195
Si 2.707 21.787 8.209
Si -0.006 29.967 8.218
Si 2.711 27.244 8.177
Si 5.441 2.744 8.161
Si 8.139 0.042 8.12
Si 5.467 8.186 8.133
Si 8.172 5.478 8.122
Si 5.415 13.642 8.171
Si 8.186 10.896 8.126
Si 5.416 19.081 8.186
Si 8.154 16.34 8.169
Si 5.441 24.525 8.2
Si 8.162 21.797 8.177
Si 5.423 29.977 8.11
Si 8.163 27.262 8.122
Si 10.864 2.766 8.115
Si 13.596 0.03 8.102
Si 10.934 8.19 8.098
Si 13.635 5.497 8.07
Si 10.912 13.573 8.103
Si 13.648 10.886 8.072
Si 10.905 19.013 8.202
Si 13.605 16.286 8.139
Si 10.884 24.534 8.106
Si 13.647 21.771 8.142
Si 10.899 29.973 8.117
Si 13.624 27.233 8.094
Si 16.329 2.768 8.129
Si 19.045 0.001 8.151
Si 16.363 8.127 8.048
Si 19.07 5.452 8.102
Si 16.345 13.578 8.105
Si 19.045 10.836 8.115
Si 16.319 19.06 8.171
Si 19.027 16.335 8.147
Si 16.337 24.486 8.134
Si 19.027 21.8 8.143
Si 16.312 29.948 8.094
Si 19.023 27.205 8.159
Si 21.795 2.695 8.139
Si 24.538 -0.017 8.236
Si 21.793 8.102 8.137
Si 24.527 5.391 8.161
Si 21.764 13.575 8.222
Si 24.505 10.868 8.238
Si 21.729 19.067 8.189
Si 24.485 16.334 8.239
Si 21.725 24.505 8.176
Si 24.456 21.771 8.212
Si 21.789 29.908 8.236
Si 24.487 27.192 8.228
Si 27.256 2.709 8.167
Si 29.925 0.02 8.143
Si 27.272 8.104 8.208
Si 29.976 5.414 8.193
Si 27.225 13.593 8.239
Si 29.958 10.862 8.212
Si 27.213 19.07 8.249
Si 29.948 16.338 8.246
Si 27.183 24.475 8.278
Si 29.921 21.79 8.264
Si 27.247 29.938 8.204
Si 29.948 27.224 8.236
Si 1.339 4.073 9.491
Si 4.066 1.371 9.5
Si 1.348 9.518 9.522
Si 4.091 6.809 9.472
Si 1.359 14.972 9.587
Si 4.074 12.265 9.54
Si 1.355 20.422 9.59
Si 4.069 17.706 9.557
Si 1.356 25.89 9.546
Si 4.073 23.154 9.543
Si 1.363 31.326 9.553
Si 4.071 28.625 9.508
Si 6.823 4.103 9.486
Si 9.516 1.388 9.475
Si 6.824 9.542 9.501
Si 9.562 6.832 9.465
Si 6.795 14.984 9.539
Si 9.547 12.245 9.498
Si 6.801 20.43 9.53
Si 9.537 17.657 9.546
Si 6.813 25.908 9.505
Si 9.537 23.176 9.491
Si 6.777 31.342 9.465
Si 9.53 28.619 9.463
Si 12.271 4.119 9.432
Si 14.97 1.383 9.459
Si 12.284 9.549 9.467
Si 15.005 6.817 9.452
Si 12.244 14.925 9.502
Si 14.986 12.22 9.479
Si 12.282 20.404 9.511
Si 14.967 17.657 9.507
Si 12.263 25.878 9.459
Si 14.996 23.122 9.513
Si 12.26 31.323 9.473
Si 14.972 28.587 9.474
Si 17.724 4.104 9.477
Si 20.432 1.353 9.504
Si 17.692 9.477 9.47
Si 20.43 6.772 9.508
Si 17.684 14.943 9.503
Si 20.39 12.189 9.523
Si 17.685 20.423 9.523
Si 20.383 17.683 9.546
Si 17.672 25.846 9.523
Si 20.376 23.137 9.54
Si 17.679 31.296 9.485
Si 20.391 28.549 9.543
Si 23.161 4.046 9.521
Si 25.898 1.371 9.564
Si 23.131 9.473 9.537
Si 25.879 6.757 9.545
Si 23.108 14.968 9.579
Si 25.854 12.242 9.591
Si 23.093 20.413 9.573
Si 25.843 17.707 9.589
Si 23.093 25.843 9.565
Si 25.81 23.108 9.61
Si 23.164 31.285 9.573
Si 25.862 28.578 9.559
Si 28.596 4.067 9.553
Si 31.289 1.364 9.521
Si 28.596 9.5 9.571
Si 31.311 6.788 9.554
Si 28.577 14.978 9.588
Si 31.303 12.244 9.565
Si 28.566 20.419 9.62
Si 31.303 17.699 9.61
Si 28.579 25.851 9.595
Si 31.31 23.154 9.586
Si 28.592 31.329 9.546
Si 31.313 28.592 9.579
Si -0.013 0.021 10.896
Si 2.689 2.714 10.856
Si 0.004 5.418 10.894
Si 2.728 8.152 10.844
Si -0.004 10.877 10.906
Si 2.716 13.605 10.931
Si 0.006 16.34 10.959
Si 2.711 19.047 10.947
Si -0.006 21.784 10.954
Si 2.72 24.532 10.89
Si 0.009 27.232 10.937
Si 2.708 29.955 10.913
Si 5.425 0.009 10.855
Si 8.161 2.728 10.847
Si 5.455 5.453 10.833
Si 8.199 8.181 10.844
Si 5.459 10.898 10.875
Si 8.181 13.611 10.876
Si 5.438 16.348 10.91
Si 8.183 19.06 10.864
Si 5.427 21.781 10.886
Si 8.169 24.535 10.849
Si 5.443 27.269 10.851
Si 8.155 29.986 10.798
Si 10.889 0.013 10.816
Si 13.623 2.756 10.803
Si 10.911 5.451 10.818
Si 13.648 8.173 10.817
Si 10.913 10.889 10.858
Si 13.611 13.56 10.86
Si 10.89 16.269 10.893
Si 13.621 19.02 10.887
Si 10.911 21.801 10.825
Si 13.624 24.512 10.828
Si 10.902 27.256 10.797
Si 13.62 29.955 10.831
Si 16.33 0.018 10.827
Si 19.091 2.745 10.845
Si 16.372 5.467 10.826
Si 19.059 8.135 10.858
Si 16.34 10.843 10.844
Si 19.049 13.581 10.881
Si 16.317 16.291 10.88
Si 19.028 19.052 10.905
Si 16.331 21.757 10.904
Si 19.012 24.486 10.909
Si 16.318 27.23 10.865
Si 19.049 29.949 10.87
Si 21.797 0.015 10.888
Si 24.532 2.731 10.92
Si 21.812 5.427 10.868
Si 24.516 8.13 10.9
Si 21.759 10.841 10.886
Si 24.488 13.62 10.93
Si 21.741 16.333 10.943
Si 24.466 19.057 10.942
Si 21.723 21.78 10.921
Si 24.432 24.473 10.94
Si 21.735 27.202 10.929
Si 24.519 29.937 10.94
Si 27.245 0.015 10.935
Si 29.948 2.709 10.922
Si 27.233 5.417 10.931
Si 29.952 8.144 10.929
Si 27.222 10.868 10.927
Si 29.942 13.613 10.927
Si 27.22 16.361 10.939
Si 29.94 19.061 10.972
Si 27.189 21.759 10.976
Si 29.94 24.494 10.969
Si 27.206 27.216 10.935
Si 29.949 29.971 10.908
Si 1.338 1.376 12.262
Si 4.084 4.075 12.164
Si 1.38 6.79 12.215
Si 4.07 9.523 12.199
Si 1.338 12.242 12.277
Si 4.07 14.985 12.278
Si 1.363 17.69 12.342
Si 4.094 20.413 12.273
Si 1.375 23.173 12.263
Si 4.088 25.909 12.218
Si 1.349 28.604 12.308
Si 4.071 31.337 12.248
Si 6.796 1.359 12.202
Si 9.544 4.081 12.177
Si 6.837 6.801 12.185
Si 9.545 9.544 12.222
Si 6.817 12.264 12.246
Si 9.54 14.928 12.293
Si 6.83 17.709 12.238
Si 9.555 20.445 12.18
Si 6.779 23.18 12.195
Si 9.542 25.924 12.162
Si 6.794 28.659 12.175
Si 9.522 31.308 12.168
Si 12.273 1.373 12.143
Si 15.014 4.101 12.155
Si 12.291 6.804 12.164
Si 14.999 9.486 12.23
Si 12.268 12.212 12.265
Si 14.961 14.909 12.234
Si 12.262 17.631 12.234
Si 14.981 20.378 12.264
Si 12.27 23.154 12.184
Si 14.954 25.865 12.225
Si 12.249 28.595 12.179
Si 14.986 31.309 12.192
Si 17.705 1.391 12.171
Si 20.456 4.09 12.234
Si 17.709 6.794 12.248
Si 20.42 9.464 12.247
Si 17.699 12.193 12.221
Si 20.381 14.944 12.293
Si 17.667 17.665 12.247
Si 20.372 20.42 12.29
Si 17.658 23.125 12.284
Si 20.365 25.835 12.287
Si 17.692 28.586 12.226
Si 20.433 31.313 12.224
Si 23.156 1.379 12.262
Si 25.879 4.08 12.325
Si 23.176 6.756 12.266
Si 25.858 9.501 12.279
Si 23.107 12.232 12.234
Si 25.845 15.011 12.277
Si 23.11 17.704 12.311
Si 25.813 20.408 12.334
Si 23.056 23.134 12.316
Si 25.832 25.82 12.266
Si 23.12 28.573 12.26
Si 25.884 31.322 12.292
Si 28.585 1.378 12.324
Si 31.316 4.063 12.279
Si 28.591 6.784 12.291
Si 31.3 9.526 12.274
Si 28.57 12.261 12.274
Si 31.288 14.985 12.293
Si 28.562 17.718 12.334
Si 31.308 20.41 12.338
Si 28.58 23.099 12.329
Si 31.319 25.87 12.306
Si 28.583 28.609 12.253
Si 31.291 31.338 12.273

Results
total energy: -461829.708 eV
total energy less fixed offsets of O -438.25, Si -107.07 eV per atom: 22.532 eV

Forces (eV/angstrom) on atoms 134 to 1586 of the 2136, counted in the order above; the others are left out for length: element, x, y, z
Si 0.022 0.641 0.169
Si 0.066 0.071 -0.074
Si -0.046 -0.04 0.022
Si -0.02 -0.043 -0.06
Si 0.045 -0.001 -0.039
Si -0.014 0.013 -0.034
Si -0.019 0.021 -0.031
Si 0.012 -0.015 -0.036
Si -0.141 0.048 0.799
Si 0.04 0.018 -0.038
Si -0.039 0.034 -0.07
Si 0.308 -0.353 0.461
Si 0.02 -0.003 0.067
Si 0.003 -0.043 -0.002
Si 0.017 -0.003 -0.018
Si 0.047 0.037 0.044
Si 0.014 -0.012 0.013
Si -0.012 0.01 0.001
Si -0.028 -0.018 0.041
Si -0.007 0.044 0.035
Si -0.014 0.02 0.085
Si 0.051 0.018 -0.006
Si -0.009 -0.031 -0.01
Si -0.046 0.013 -0.018
Si -0.019 0.016 -0.019
Si -0.01 0.033 0.031
Si -0.027 0.02 0.01
Si -0.024 0.012 -0.013
Si -0.011 -0.007 0.016
Si -0.051 0.01 -0.081
Si -0.01 0.022 0.003
Si -0.012 0.018 0.006
Si -0.009 -0.003 -0.024
Si 0.024 -0.059 0.003
Si 0.218 -0.242 0.483
Si -0.02 -0.019 0.004
Si -0.056 0.02 0.062
Si 0.008 0.005 -0.055
Si 0.009 -0.016 0
Si -0.021 0.022 0.001
Si -0.009 -0.029 -0.034
Si 0.021 -0.027 0.003
Si 0.073 -0.007 -0.02
Si 0.071 0.019 0.023
Si 0.045 -0.012 -0.018
Si -0.026 0.028 -0.032
Si 0.013 0.005 0.001
Si 0.025 0.022 0.027
Si -0.077 -0.03 -0.04
Si -0.07 -0.098 -0.048
Si 0.036 0.042 -0.013
Si 0.465 -0.229 0.408
Si 0.101 -0.237 0.358
Si 0.012 0.047 -0.064
Si -0.005 0.055 -0.061
Si 0.03 0.052 -0.006
Si -0.008 0.029 0.032
Si 0.026 -0.05 0.055
Si -0.041 0.016 -0.02
Si 0.002 0.008 -0.043
Si -0.047 0.044 -0.043
Si 0.015 0.057 0.052
Si -0.042 -0.026 0.088
Si 0 -0.008 0.061
Si 0.019 0.008 0.013
Si 0.372 -0.189 0.422
Si -0.011 0.043 -0.026
Si -0.018 0.016 0.002
Si 0.002 0.012 0.022
Si 0.052 0.048 -0.044
Si 0.029 0.001 -0.018
Si 0.05 -0.014 -0.022
Si -0.017 -0.032 -0.048
Si 0 0.008 0.032
Si 0.014 0.002 0.014
Si 0.009 -0.06 -0.038
Si 0.029 0.034 -0.01
Si 0.01 -0.022 0.017
Si 0.02 0.008 -0.023
Si -0.017 -0.021 -0.01
Si 0.015 0.012 -0.004
Si 0.032 0.024 -0.039
Si -0.049 -0.062 0.005
Si -0.019 -0.048 0.011
Si 0 0.008 -0.032
Si -0.019 -0.008 -0.016
Si -0.008 0.039 -0.014
Si -0.021 -0.003 -0.031
Si 0.023 -0.007 0.004
Si 0.012 -0.005 0.011
Si -0.102 0.052 -0.047
Si -0.018 0.018 0.024
Si 0.009 -0.007 -0.062
Si -0.006 -0.023 -0.023
Si -0.013 -0.015 0.017
Si 0.001 -0.007 -0.019
Si -0.014 -0.004 -0.021
Si 0.031 0.003 -0.025
Si 0.041 0.001 -0.001
Si 0.009 0.01 -0.034
Si -0.01 -0.015 0.006
Si 0.06 -0.027 0.046
Si 0.008 -0.034 -0.022
Si 0.06 -0.061 -0.054
Si -0.084 0.029 0.011
Si 0.042 -0.007 -0.015
Si -0.02 0.014 0.003
Si 0.029 -0.008 -0.021
Si 0.033 -0.059 -0.029
Si 0.032 0.042 0
Si -0.015 0.025 -0.049
Si -0.059 0.017 0.018
Si -0.024 -0.001 -0.008
Si -0.006 0.001 -0.025
Si 0.04 0.011 0.009
Si -0.049 0.011 0.006
Si 0.001 0.005 -0.008
Si -0.004 -0.023 -0.007
Si -0.034 0.006 0.002
Si 0.019 -0.002 -0.014
Si 0.138 -0.071 0.006
Si -0.019 0.037 -0.002
Si -0.027 -0.025 -0.035
Si -0.057 -0.055 -0.012
Si -0.023 0.006 0.031
Si -0.014 0.006 0.013
Si -0.029 -0.033 0.05
Si 0.007 -0.019 -0.006
Si -0.05 -0.008 -0.025
Si -0.033 -0.003 0.02
Si -0.017 -0.027 -0.008
Si -0.026 -0.022 -0.048
Si 0.017 0.036 -0.053
Si -0.027 -0.033 0.017
Si 0.059 0.062 -0.044
Si 0.011 -0.019 0.008
Si -0.053 0.006 0.057
Si 0.008 -0.019 -0.008
Si -0.021 0.012 0.007
Si 0.022 0.013 -0.028
Si -0.008 -0.024 -0.014
Si -0.046 -0.024 0.037
Si -0.03 -0.001 0.002
Si -0.074 0.027 -0.018
Si 0.003 0.033 -0.006
Si -0.035 -0.007 0.004
Si -0.004 0.023 -0.029
Si -0.016 -0.021 -0.025
Si -0.003 0.009 0.018
Si 0.015 0.008 -0.023
Si -0.003 0.009 0.031
Si 0.025 0.025 0
Si -0.021 -0.033 0.001
Si -0.005 -0.004 0.044
Si -0.01 0.005 -0.003
Si 0.024 -0.03 0.011
Si 0.006 -0.005 0.012
Si 0.021 0.021 -0.006
Si 0.018 -0.018 0.021
Si 0.024 0.011 -0.012
Si 0.032 0.01 -0.029
Si -0.026 -0.025 0.006
Si -0.011 -0.022 0.01
Si -0.011 -0.006 0.005
Si 0.014 0.001 -0.019
Si -0.001 0.008 0.003
Si -0.01 -0.009 0.024
Si -0.016 0.005 0.002
Si -0.01 0.011 0.015
Si 0.001 0.01 0.008
Si 0.005 -0.016 0.003
Si -0.034 0.003 -0.001
Si 0.01 0.031 0.014
Si 0.074 0.061 -0.04
Si 0.024 0.046 -0.01
Si -0.011 0.013 0.022
Si -0.011 0.014 -0.038
Si -0.015 -0.012 0.007
Si 0.015 -0.022 -0.001
Si 0.014 0.005 0.011
Si -0.032 0.002 0.002
Si -0.025 0.001 0.015
Si -0.026 -0.028 0.002
Si -0.006 -0.026 -0.002
Si -0.005 -0.007 -0.029
Si 0.014 -0.002 0.013
Si 0 -0.026 0.009
Si 0.061 -0.019 0.011
Si 0.004 0.007 -0.038
Si -0.015 -0.015 -0.013
Si 0.001 0.004 -0.014
Si -0.023 -0.002 -0.068
Si -0.039 0.038 -0.013
Si -0.001 -0.035 -0.034
Si 0.027 0.003 -0.031
Si -0.014 -0.008 0.024
Si 0.002 -0.028 -0.001
Si 0.002 0.025 0.006
Si -0.01 0.002 -0.006
Si 0.028 -0.01 -0.001
Si 0.01 0.035 -0.016
Si 0.005 0.004 -0.009
Si -0.02 0.041 0.036
Si -0.006 -0.015 0.006
Si -0.028 -0.016 0.008
Si 0.046 0.004 -0.042
Si 0.026 0.032 0.026
Si 0.019 -0.003 -0.022
Si 0.024 -0.001 -0.012
Si 0.013 0.005 -0.01
Si 0.02 -0.017 -0.003
Si 0.025 0.017 0.005
Si 0.004 0.017 0.01
Si 0.004 0.027 0
Si 0.031 0.027 0.007
Si 0.013 -0.055 0.018
Si -0.006 -0.007 -0.025
Si 0.009 0.007 0.022
Si 0.015 0.01 -0.015
Si -0.008 -0.002 0
Si -0.014 -0.014 0.016
Si -0.013 -0.011 -0.001
Si -0.006 0 0.008
Si 0.013 0.021 -0.003
Si -0.017 0.022 -0.007
Si 0.013 -0.01 0.011
Si -0.009 -0.018 -0.009
Si -0.007 0.011 -0.004
Si -0.006 -0.002 -0.004
Si -0.01 0.016 -0.005
Si 0.015 -0.004 -0.006
Si -0.031 0.01 0.001
Si -0.053 0.028 -0.023
Si -0.002 -0.01 0.005
Si 0.007 0.001 -0.007
Si -0.007 -0.008 -0.012
Si 0.001 0.007 -0.004
Si 0.006 0.012 -0.004
Si 0.017 -0.018 -0.011
Si 0.006 -0.005 -0.012
Si 0.003 -0.007 -0.005
Si 0.003 0.002 -0.005
Si 0.011 0.014 0.001
Si 0.012 0.007 -0.002
Si -0.005 -0.003 0.004
Si 0.014 0.004 0.002
Si -0.015 -0.02 0.004
Si 0.007 -0.005 0.003
Si 0.026 -0.006 -0.003
Si 0.014 -0.003 0.004
Si -0.006 0.02 -0.005
Si -0.006 -0.005 0.002
Si 0.001 0.004 -0.002
Si 0.034 0.002 -0.006
Si 0.003 0.01 0.005
Si -0.021 0.008 -0.008
Si 0.01 0.004 0.009
Si -0.016 -0.006 -0.001
Si 0.024 0.003 -0.014
Si -0.012 0.002 -0.003
Si 0 -0.001 0.009
Si 0.002 -0.005 0.013
Si -0.027 -0.011 0.018
Si 0.019 -0.009 0.006
Si 0.01 -0.02 0.004
Si -0.004 0.005 -0.01
Si 0.002 -0.01 0.002
Si -0.015 0.007 -0.008
Si -0.01 0.026 -0.009
Si -0.017 0.024 0.01
Si -0.012 -0.013 -0.013
Si -0.015 0.01 0.005
Si -0.007 -0.011 -0.007
Si 0.006 -0.001 -0.006
Si 0.017 -0.015 0.002
Si -0.012 -0.029 -0.003
Si 0 0.023 -0.006
Si -0.001 -0.01 -0.007
Si -0.009 -0.002 0.006
Si -0.008 0.014 -0.01
Si -0.003 -0.044 0.004
Si 0.005 0.003 -0.004
Si -0.014 0 -0.007
Si -0.011 0.019 -0.009
Si 0 -0.003 -0.011
Si -0.021 -0.004 -0.024
Si 0.007 0.009 -0.002
Si -0.011 0.013 -0.015
Si -0.001 0.019 -0.011
Si -0.029 0.005 -0.017
Si -0.018 -0.002 0.001
Si -0.011 0.005 -0.001
Si 0.004 -0.001 0.005
Si 0.017 -0.002 0
Si -0.001 0.005 0.007
Si 0.006 -0.009 0.01
Si 0.011 -0.015 -0.013
Si -0.013 0.021 -0.007
Si 0 0.009 -0.007
Si -0.001 0.04 0.013
Si 0.017 -0.007 -0.002
Si 0.027 0.009 0
Si 0.009 0.015 -0.002
Si 0 0.033 -0.002
Si 0.017 -0.001 -0.009
Si 0.006 -0.019 -0.012
Si 0 -0.003 -0.01
Si -0.003 -0.004 0.014
Si 0.006 -0.008 0
Si -0.004 0.016 0.013
Si 0.002 -0.011 0.011
Si 0.002 -0.019 -0.006
Si 0.003 0.004 0.002
Si -0.01 0.026 0.005
Si -0.004 -0.001 0.016
Si -0.004 0.012 -0.006
Si 0.014 -0.005 0.017
Si 0.001 0.014 -0.005
Si -0.001 0.02 0.016
Si 0.013 -0.028 0.007
Si -0.021 0.004 -0.015
Si 0.008 -0.006 0.017
Si 0.024 -0.02 -0.001
Si -0.013 0.002 0.002
Si -0.007 0.003 0
Si 0.016 -0.003 -0.003
Si -0.004 -0.003 -0.004
Si -0.014 -0.001 0.017
Si 0.028 -0.024 -0.014
Si -0.023 -0.014 0.008
Si -0.015 -0.007 -0.016
Si 0.01 0.005 -0.017
Si -0.005 -0.003 -0.005
Si 0.009 -0.011 0.01
Si -0.008 -0.001 0.003
Si -0.02 0.014 0.003
Si 0.013 0.013 -0.003
Si -0.013 0.002 0.002
Si 0.012 0.013 0.004
Si -0.016 -0.014 -0.001
Si 0.008 0.002 0.001
Si -0.019 0.034 -0.008
Si -0.009 0.003 0.011
Si 0.007 0.008 0.001
Si -0.011 0.009 0.005
Si -0.008 0.01 -0.002
Si 0.001 0.009 -0.007
Si 0.018 -0.003 0.006
Si 0.011 0.01 0.019
Si 0.002 -0.004 0
Si -0.011 0.02 0.006
Si 0.014 0.004 0.005
Si -0.005 0.003 0.007
Si 0.01 0.015 0.001
Si 0.022 -0.007 0.004
Si 0.002 0.004 0.027
Si 0.004 -0.004 0.001
Si 0.019 -0.009 0.021
Si -0.007 -0.005 -0.003
Si -0.024 -0.017 0.004
Si -0.023 0.012 -0.015
Si -0.011 -0.001 0.005
Si 0.004 0.006 -0.011
Si 0.017 -0.013 -0.008
Si -0.02 0.005 0.007
Si -0.01 0.004 0.004
Si 0.03 -0.03 -0.007
Si 0.013 -0.009 -0.014
Si 0.004 0.002 0.013
Si -0.011 0.016 0.007
Si 0.003 0.01 0.016
Si 0.002 -0.035 0.009
Si -0.018 0.025 0.003
Si 0.019 0.014 0.004
Si -0.027 -0.055 -0.013
Si 0.005 -0.022 0.023
Si -0.005 0.004 -0.003
Si -0.009 0 -0.039
Si -0.008 -0.063 0.002
Si 0.028 -0.001 0.004
Si -0.014 0.006 0.014
Si -0.034 0.011 -0.014
Si 0.001 -0.009 0.005
Si -0.019 0.018 -0.005
Si -0.015 -0.034 0.012
Si -0.05 -0.022 0.033
Si 0.031 0.001 0.047
Si -0.014 0.031 -0.01
Si -0.038 0.002 0.023
Si 0.049 0.024 -0.017
Si 0.003 0.035 -0.026
Si -0.017 0.037 0.016
Si 0.002 -0.015 0.025
Si -0.008 0.007 0.005
Si 0.001 -0.026 0.007
Si 0.008 -0.011 -0.006
Si 0.015 -0.016 -0.013
Si 0.011 -0.005 -0.009
Si -0.007 0.021 0.02
Si 0.032 -0.025 0.043
Si -0.011 0.01 0.006
Si 0.055 -0.024 0.058
Si 0.044 -0.013 0.03
Si -0.025 -0.015 0.008
Si 0.01 -0.007 0.01
Si -0.007 0.002 -0.002
Si 0.013 0.003 -0.005
Si 0.003 -0.017 -0.003
Si -0.028 -0.01 -0.029
Si 0.001 0.022 -0.011
Si 0.011 0.017 0.004
Si -0.028 0.005 -0.003
Si 0.001 -0.007 -0.013
Si -0.004 -0.007 -0.01
Si 0.003 -0.016 -0.005
Si -0.014 0.007 -0.011
Si 0.017 -0.002 0.031
Si -0.014 -0.006 -0.001
Si 0.019 -0.022 -0.011
Si -0.009 -0.036 0.016
Si 0.011 -0.006 -0.026
Si 0.01 -0.013 0.028
Si -0.021 0.001 0.018
Si -0.011 -0.023 -0.027
Si -0.007 0.057 0.019
Si -0.002 0.022 0.01
Si 0 -0.007 -0.019
Si 0.012 0.003 0.022
Si 0.014 -0.011 -0.021
Si 0.011 0.025 0.022
Si 0.006 -0.009 -0.001
Si -0.006 -0.021 0.034
Si -0.016 -0.023 0.02
Si 0.018 0.021 0.036
Si 0 -0.027 0.002
Si 0.014 0.023 0.002
Si -0.019 0.018 0.009
Si -0.03 -0.004 0.024
Si -0.045 0.003 -0.005
Si -0.059 -0.008 -0.036
Si 0.028 -0.02 -0.002
Si 0.035 -0.002 0.048
Si -0.05 -0.003 0.014
Si -0.029 -0.005 0.013
Si 0.003 -0.027 -0.008
Si 0.012 0.032 -0.023
Si -0.009 -0.02 0.005
Si 0.009 0.008 -0.016
Si 0.004 -0.01 0.004
Si -0.004 -0.008 -0.088
Si 0.353 0.294 -0.317
Si -0.013 0.07 0.033
Si -0.043 -0.024 0.032
Si 0.009 0.021 -0.029
Si 0.008 -0.02 0.028
Si 0.013 0.001 0.004
Si 0.003 -0.01 -0.003
Si 0.021 0.017 0.005
Si -0.048 0.004 0.022
Si 0.006 0.009 -0.014
Si 0.017 -0.018 0.002
Si -0.007 -0.033 0.056
Si 0.064 -0.031 -0.04
Si 0.029 -0.015 -0.029
Si 0.11 0.004 -0.066
Si 0.041 -0.004 0.032
Si -0.019 -0.003 0.003
Si 0.019 0.009 -0.022
Si -0.005 0.002 0.028
Si -0.004 0.044 -0.018
Si -0.062 -0.038 -0.011
Si -0.001 -0.01 0.027
Si -0.015 -0.033 0.004
Si -0.023 0.028 -0.001
Si -0.026 0.078 -0.039
Si -0.096 0.025 -0.054
Si 0.012 -0.012 -0.002
Si -0.043 -0.009 0.017
Si 0.032 0.02 0.008
Si 0 0.022 0.02
Si 0.036 -0.016 0.004
Si 0.02 -0.019 0.028
Si 0.016 0.003 0.005
Si -0.03 0.044 0.032
Si 0.021 -0.015 -0.034
Si -0.034 0.012 -0.028
Si -0.022 0.027 0.018
Si -0.024 -0.048 -0.027
Si -0.024 -0.03 0.008
Si -0.026 -0.024 -0.039
Si 0.011 0.003 -0.026
Si 0.038 0.01 0.04
Si -0.046 -0.005 0.025
Si 0.002 -0.035 0.001
Si 0.047 0.051 0.003
Si -0.019 0.015 0.016
Si 0.023 0.037 0.026
Si 0.023 0.016 -0.018
Si 0.024 -0.023 0.013
Si -0.015 -0.021 0.017
Si 0.001 0.017 0.021
Si -0.005 0.043 0.015
Si 0.012 0.004 -0.03
Si 0.036 -0.005 -0.051
Si -0.016 0.041 0.013
Si 0.024 -0.013 0.001
Si -0.011 0.002 -0.028
Si 0.003 -0.053 -0.065
Si 0.036 -0.021 0.009
Si 0.004 0.012 -0.014
Si 0.018 0 -0.035
Si 0.006 -0.039 -0.004
Si -0.028 0.015 -0.012
Si -0.025 -0.006 0.049
Si 0.018 -0.015 0.026
Si 0.011 0.03 0.03
Si -0.013 0.009 0.005
Si -0.009 0.021 0.016
Si -0.03 0.033 0.051
Si 0.027 -0.027 -0.016
Si -0.006 0.089 -0.024
Si -0.329 -0.333 0.265
Si 0.007 -0.055 0.093
Si 0.011 0.023 0.027
Si -0.016 -0.04 -0.033
Si -0.013 -0.021 -0.008
Si -0.03 0.031 0.04
Si -0.014 -0.077 -0.086
Si -0.033 0.02 -0.096
Si 0.031 -0.022 -0.022
Si 0.043 -0.056 0.052
Si -0.042 0.022 0.051
Si -0.411 0.324 -0.417
Si 0.01 0.014 -0.041
Si 0.02 -0.069 -0.009
Si -0.026 -0.029 0.046
Si 0.008 -0.017 0.035
Si 0.002 -0.042 0.033
Si -0.025 0.043 -0.004
Si 0.034 -0.009 -0.015
Si 0.025 -0.029 0.005
Si -0.008 0.06 0.073
Si 0.022 0.003 0.024
Si -0.028 -0.001 -0.004
Si -0.001 0.085 0.013
Si 0.049 0.021 -0.009
Si 0.03 -0.035 0.05
Si -0.069 0.02 -0.054
Si 0.053 -0.014 0.017
Si -0.001 0.007 0.009
Si -0.009 0.008 -0.034
Si -0.009 0.026 0.005
Si -0.034 -0.04 0.03
Si -0.005 0.036 -0.002
Si 0.02 0.021 -0.001
Si -0.022 0.006 -0.004
Si -0.006 0.016 -0.024
Si 0.034 -0.019 -0.034
Si 0.041 0.021 -0.023
Si -0.013 0.078 0.003
Si -0.013 0.015 -0.001
Si -0.004 -0.012 -0.006
Si 0.05 -0.025 -0.016
Si 0.009 -0.01 0.016
Si 0.049 -0.008 -0.011
Si 0.039 0.001 0.016
Si -0.015 -0.024 0.016
Si 0.036 0.007 -0.023
Si -0.015 -0.025 -0.024
Si -0.018 0.013 0.007
Si 0.06 0.011 0.015
Si 0.001 0.017 -0.027
Si -0.067 0.016 -0.009
Si -0.101 -0.004 -0.025
Si -0.013 0.024 0.12
Si -0.087 -0.004 0.049
Si 0.104 0.066 0.072
Si 0.031 0.05 0.002
Si -0.008 -0.031 -0.052
Si -0.016 0.018 0.04
Si -0.043 0.028 0.025
Si 0.008 0.009 0.051
Si -0.223 0.224 -0.398
Si -0.013 -0.005 0.003
Si 0.036 -0.031 0.038
Si 0.027 -0.048 0.021
Si -0.022 -0.009 0.005
Si 0.011 -0.005 0.019
Si 0.205 0.207 -0.47
Si 0.272 0.238 -0.435
Si 0.033 -0.001 0.036
Si -0.059 -0.107 -0.06
Si -0.024 -0.037 0.027
Si 0.359 -0.402 0.278
Si -0.027 -0.143 -0.018
Si 0.376 0.083 -0.425
Si 0.03 0.14 -0.045
Si -0.009 0.015 0.056
Si -0.01 0.024 0.046
Si -0.049 0.01 0.001
Si 0.002 -0.018 0.054
Si 0.06 0.019 -0.041
Si 0.003 0.03 0.025
Si -0.003 -0.111 -0.661
Si 0.075 -0.005 0.018
Si -0.266 -0.204 -0.369
Si 0.027 0.084 0.049
Si -0.035 0.057 0.012
Si 0.05 0.063 0.045
Si -0.005 0.022 -0.576
Si 0.014 0.034 0.007
Si 0.049 -0.027 0.108
Si 0.015 0.01 0.027
Si 0.043 -0.01 -0.109
Si 0.03 0.019 0.01
Si 0.462 -0.144 -0.222
Si 0.025 -0.026 0.076
Si 0.021 -0.045 0.051
Si -0.109 0.133 -0.475
Si 0.058 0.018 0.076
Si -0.074 0.005 -0.038
Si 0.015 0.041 0.033
Si -0.057 -0.071 0.054
Si 0.03 -0.027 -0.019
Si -0.013 0.007 0.056
Si -0.017 0.018 -0.029
Si -0.021 -0.021 0.003
Si -0.079 -0.003 0.123
Si -0.01 0.022 0.046
Si -0.055 0.257 -0.681
Si -0.001 0.011 0.06
Si 0.014 -0.049 0.026
Si 0.022 -0.002 0.053
Si -0.04 0.035 0.066
Si 0.191 -0.067 -0.603
Si -0.293 -0.394 -0.717
Si -0.089 -0.357 -0.584
Si -0.049 -0.065 0.03
Si 0.011 0.026 0.078
Si -0.031 -0.046 0.014
Si 0.055 0.024 0.092
Si -0.029 -0.001 0.015
Si 0.046 0.05 0.07
Si 0.038 -0.012 -0.003
Si -0.003 -0.017 0.016
Si 0.235 0.169 -0.543
Si 0.081 -0.009 0.006
Si 0.008 0.032 -0.031
Si 0.061 0.002 0.005
Si -0.131 0.202 -0.584
Si 0.037 -0.164 -0.486
Si 0.107 0.021 -0.022
Si -0.035 -0.109 0.003
Si 0.167 0.328 -0.439
Si -0.285 -0.344 -0.366
Si -0.008 0.061 0.065
Si -0.028 -0.025 0.032
Si -0.004 0.034 -0.134
Si -0.088 0.055 0.079
Si 0.147 -0.12 -0.74
Si -0.026 0.226 -0.637
Si 0.339 0.643 -0.494
Si -0.192 -0.271 -0.707
Si 0.149 0.023 -0.643
Si -0.515 -0.322 -0.122
Si 0.035 -0.114 -0.103
Si -0.018 0.077 -0.032
Si -0.021 -0.065 -0.63
Si 0.076 -0.275 -0.456
Si -0.319 -0.207 -0.475
Si 0.038 0.003 0.02
Si -0.207 0.352 -0.136
Si 0.29 -0.376 -0.172
Si -0.054 0.09 -0.737
Si 0.014 -0.148 -0.589
Si 0.129 0.649 0.302
Si -0.011 -0.389 -0.536
Si -0.297 0.444 -0.417
Si -0.442 0.275 0.024
Si 0.183 -0.293 -0.647
Si 0.041 -0.034 -0.085
Si 0.165 -0.106 -0.76
Si 0.15 -0.395 -0.565
Si -0.245 -0.205 -0.552
Si -0.21 0.245 -0.737
Si 0.181 0.049 -0.646
Si 0.168 0.392 -0.303
Si 0.403 0.011 -0.184
Si 0.147 -0.231 -0.496
Si 0.113 0.001 0.116
Si -0.608 -0.094 -0.283
Si -0.332 -0.146 -0.523
Si -0.275 0.38 -0.219
Si -0.006 0.02 -0.655
Si -0.045 -0.003 -0.694
Si -0.2 0.238 -0.489
Si -0.029 0.24 -0.641
Si -0.273 0.162 -0.546
Si -0.033 0.146 -0.766
Si -0.396 0.152 -0.725
Si 0.097 -0.251 -0.783
Si 0.253 0.246 -0.512
Si -0.055 0.311 -0.659
Si -0.41 -0.459 -0.408
Si 0.221 -0.008 -0.698
Si 0.109 -0.039 -0.687
Si 0.073 0.002 -0.135
Si 0.226 0.294 -0.482
Si -0.304 0.633 -0.324
Si -0.013 0.065 0.153
Si -0.536 0.113 -0.622
Si 0.064 -0.025 -0.426
Si 0.023 -0.205 -0.663
Si -0.199 -0.322 -0.58
Si -0.176 0.221 -0.709
Si 0.077 -0.084 -0.761
Si -0.273 0.197 -0.738
Si -0.034 -0.046 -0.041
Si 0.127 0.013 -0.001
Si 0.03 -0.048 0.025
Si 0.04 0.136 -0.702
Si -0.029 0.058 -0.054
Si -0.266 -0.274 -0.669
Si 0.01 -0.184 -0.608
Si -0.327 0.311 -0.453
Si 0.293 -0.411 -0.539
Si 0.404 0.412 -0.376
Si -0.161 -0.109 -0.732
Si -0.245 -0.329 -0.581
Si -0.289 0.258 -0.565
Si 0.234 -0.109 -0.708
Si -0.011 -0.028 0.188
Si -0.175 -0.05 -0.086
Si -0.065 0.083 0.038
Si 0.069 -0.07 -0.111
Si 0.097 0.03 0.045
Si 0.011 -0.117 -0.231
Si -0.045 0.011 -0.053
Si -0.095 -0.009 -0.075
Si 0 0.027 0.012
Si -0.041 -0.069 0.086
Si -0.068 0.078 0.011
Si 0.337 -0.035 -0.61
Si -0.012 0.013 -0.138
Si -0.06 -0.01 0.093
Si 0.029 0.043 -0.157
Si -0.009 0.144 0.049
Si 0.004 0.022 -0.09
Si 0.361 -0.287 -0.591
Si 0.02 -0.042 0.26
Si -0.037 -0.011 -0.049
Si 0.058 0.057 0.091
Si 0.009 0 -0.171
Si -0.047 0.09 0.167
Si 0.018 0.014 -0.091
Si -0.07 -0.054 -0.041
Si -0.113 -0.03 -0.133
Si 0.032 0.088 0.074
Si 0.12 0.135 -0.176
Si -0.095 -0.082 0.124
Si -0.043 0.003 -0.117
Si 0.088 0.035 0.072
Si 0.04 -0.046 0.034
Si 0.061 -0.006 -0.202
Si 0.047 0.044 -0.199
Si 0.111 -0.033 0.106
Si 0.055 0.015 -0.032
Si 0.065 -0.093 -0.097
Si 0.345 0.377 0.241
Si -0.123 0.079 -0.206
Si -0.021 0.066 -0.082
Si -0.032 -0.066 -0.014
Si 0.024 -0.053 -0.198
Si -0.045 -0.149 0.093
Si 0.145 0.023 0.005
Si 0.091 0.003 0.146
Si 0.067 0.171 0.581
Si 0.28 -0.32 -0.641
Si 0.012 -0.036 0.141
Si -0.06 0.158 0.085
Si -0.047 -0.009 -0.181
Si 0.057 0.202 0.109
Si 0.508 -0.187 0.544
Si -0.024 -0.09 -0.108
Si 0.006 -0.014 -0.239
Si 0.16 -0.006 0.125
Si 0.19 0.072 -0.035
Si -0.012 -0.055 -0.24
Si -0.073 -0.075 0.012
Si 0.048 0.084 0.117
Si 0.047 0.018 0.056
Si 0.129 -0.008 -0.051
Si 0.049 0.008 0.209
Si 0.087 -0.168 0.031
Si -0.724 -0.125 -0.286
Si -0.002 -0.088 0.106
Si -0.039 -0.075 -0.208
Si -0.055 -0.133 0.088
Si -0.062 0.052 -0.114
Si -0.05 -0.027 -0.043
Si -0.072 -0.046 -0.035
Si 0.073 0.089 0.02
Si 0.102 0.114 -0.123
Si 0.166 -0.018 -0.192
Si -0.021 -0.114 -0.176
Si -0.056 -0.001 -0.074
Si 0.045 -0.129 -0.026
Si 0.152 -0.489 0.587
Si 0.073 0.015 0.024
Si -0.099 0.003 0.202
Si 0.131 0.087 0.015
Si -0.014 0.057 0.128
Si 0.009 -0.095 0.32
Si 0.095 0.007 -0.027
Si -0.01 -0.061 0.082
Si 0.314 0.151 -0.762
Si 0.004 0.12 -0.098
Si 0.008 -0.117 -0.08
Si 0.064 -0.02 -0.033
Si -0.019 0.047 0.049
Si 0.04 -0.018 -0.137
Si 0.146 -0.144 -0.19
Si 0.143 -0.093 -0.015
Si -0.044 -0.03 0.035
Si 0.3 -0.201 0.353
Si 0.133 -0.002 -0.129
Si -0.099 0.087 -0.078
Si 0.027 0.129 -0.108
Si -0.157 -0.079 0.019
Si -0.067 -0.009 0.096
Si 0.085 -0.013 -0.185
Si 0.041 -0.014 -0.112
Si -0.024 -0.079 -0.03
Si -0.093 -0.024 -0.092
Si 0.016 -0.052 0.244
Si 0.121 -0.013 -0.264
Si 0.168 -0.197 -0.09
Si -0.042 -0.038 0.107
Si -0.029 -0.031 0.078
Si 0.007 -0.093 0.108
Si -0.21 0.075 -0.032
Si -0.107 -0.037 -0.17
Si 0.104 0.134 -0.117
Si -0.038 -0.214 -0.187
Si 0.02 -0.031 -0.082
Si 0.03 0.009 0.008
Si -0.135 -0.154 0.017
Si 0.097 0.017 -0.096
Si -0.013 0.083 0.073
Si 0.03 0.05 0.006
Si 0.116 -0.072 0.166
Si 0.11 -0.074 0.049
Si 0.005 -0.055 0.086
Si 0.079 -0.148 0.102
Si -0.041 -0.043 0.055
Si -0.154 0.007 -0.078
Si -0.074 -0.127 -0.07
Si 0.003 0 -0.188
Si -0.075 -0.065 -0.068
Si 0.051 0.001 -0.068
Si -0.004 0.014 -0.01
Si 0 0.036 0.171
Si -0.056 -0.123 0.216
Si 0.063 -0.12 -0.036
Si -0.037 0 -0.031
Si -0.068 0.099 -0.131
Si 0.065 -0.05 -0.015
Si 0.004 -0.181 0.325
Si 0.038 -0.015 0.011
Si -0.064 -0.019 -0.071
Si -0.318 0.234 -0.573
Si -0.075 0.022 0.101
Si -0.114 -0.175 -0.145
Si 0.018 -0.021 -0.122
Si -0.019 -0.028 -0.11
Si -0.05 -0.083 -0.048
Si 0.359 0.426 0.352
Si -0.087 -0.01 0.017
Si 0.022 0.053 0.1
Si -0.023 -0.06 -0.034
Si 0.004 0.062 0.125
Si 0.072 -0.016 0.087
Si 0.382 -0.326 -0.483
Si 0.035 -0.06 -0.086
Si -0.1 0.119 -0.079
Si 0.043 -0.039 -0.006
Si 0.004 -0.048 0.117
Si -0.012 0.034 0.098
Si -0.127 0.01 0.144
Si -0.042 0.048 -0.107
Si -0.046 -0.123 0.134
Si 0.069 -0.125 -0.043
Si -0.064 -0.111 0.113
Si -0.045 -0.029 -0.058
Si 0.023 -0.15 0.115
Si 0.078 0.114 -0.006
Si 0.164 0.121 -0.135
Si -0.001 0.186 0.113
Si 0.096 -0.108 0.199
Si 0.056 -0.015 0.244
Si -0.123 0.057 0.174
Si -0.079 -0.112 0.007
Si -0.047 0.004 0.026
Si -0.109 -0.035 0.135
Si -0.057 -0.075 -0.062
Si -0.045 -0.116 -0.108
Si 0.005 0.271 0.106
Si -0.435 -0.505 0.602
Si 0.088 -0.102 -0.154
Si -0.143 0.003 -0.06
Si -0.165 0.071 -0.684
Si 0.025 0.101 -0.336
Si -0.049 0.068 -0.155
Si 0.149 0.093 -0.107
Si 0.069 0.005 0.213
Si -0.026 -0.011 0.085
Si 0.113 -0.026 -0.05
Si 0.019 0.115 -0.15
Si -0.079 0.138 0.634
Si 0.08 -0.059 0.213
Si -0.011 0.068 0.135
Si -0.019 0.04 -0.032
Si -0.12 0.004 0.213
Si 0.05 -0.04 0.183
Si -0.027 0.036 0.091
Si -0.103 0.137 0.183
Si -0.041 0.05 0.091
Si 0.015 0.056 -0.043
Si 0.094 -0.035 -0.171
Si 0.527 0.019 -0.443
Si 0.049 -0.024 -0.021
Si -0.004 0.03 -0.029
Si -0.09 -0.043 -0.049
Si 0.146 -0.009 -0.004
Si 0.022 -0.065 0.017
Si -0.104 0.069 -0.029
Si 0.017 0.039 0.087
Si -0.008 0.046 -0.007
Si 0.04 -0.019 0.035
Si 0.014 0.066 0.078
Si 0.025 -0.012 -0.055
Si 0.095 0.104 0.082
Si -0.03 0.181 0.118
Si 0.108 0.063 0.023
Si -0.192 -0.392 -0.635
Si 0.05 -0.032 0.112
Si 0.009 0.004 0.056
Si -0.095 0.062 0.211
Si -0.194 -0.016 -0.012
Si 0.031 -0.056 -0.062
Si -0.019 0.151 -0.173
Si 0.012 -0.006 0.13
Si 0.008 0.008 0.119
Si -0.005 0.02 0.767
Si -0.004 0.047 -0.025
Si 0.056 -0.19 -0.017
Si -0.025 0.026 0.115
Si 0.068 0.06 0.086
Si -0.081 -0.091 0.051
Si 0.129 -0.04 0.142
Si 0.027 -0.025 0.078
Si 0.017 -0.006 -0.215
Si 0.086 -0.07 0.018
Si 0.126 -0.01 0.019
Si -0.135 -0.059 0.244
Si -0.063 0.102 -0.112
Si 0.052 -0.021 0.014
Si 0.114 0.016 0.01
Si 0.475 -0.287 -0.46
Si 0.024 0.108 0.244
Si 0.008 -0.157 -0.041
Si -0.005 -0.123 0.096
Si 0.118 -0.12 -0.118
Si 0.025 0.096 0.072
Si 0.061 0.035 -0.009
Si 0.002 0.157 -0.046
Si 0.11 -0.009 0
Si 0.062 -0.074 -0.151
Si 0.152 0.065 -0.163
Si -0.052 0.075 -0.102
Si 0.023 -0.191 0.296
Si 0.038 0.016 0.095
Si -0.075 0.085 -0.091
Si -0.152 0.011 -0.128
Si 0.057 -0.018 -0.12
Si -0.037 0.037 0.184
Si -0.052 0.087 0.056
Si 0.043 0.156 -0.042
Si -0.08 0.077 -0.101
Si -0.017 -0.046 -0.041
Si 0.151 -0.054 -0.026
Si -0.024 0.084 0.045
Si 0.012 -0.027 0.209
Si 0.057 -0.06 0.141
Si 0.012 0.027 0.018
Si -0.026 -0.139 0.15
Si -0.062 -0.077 -0.091
Si 0.047 0.061 0.008
Si 0.012 0.049 -0.168
Si 0.09 0.176 -0.049
Si 0.01 0.037 0.082
Si -0.083 -0.032 -0.095
Si -0.077 -0.069 0.056
Si 0.036 0.083 -0.061
Si -0.054 0.178 0.076
Si 0.072 0.148 0.202
Si 0.047 -0.025 0.187
Si -0.079 0.048 0.082
Si -0.108 -0.041 0.228
Si -0.022 0.073 -0.032
Si -0.141 0.067 -0.122
O 0.438 -0.469 -0.052
O 0.25 -0.021 0.723
O 0.019 -0.468 -0.34
O 0.175 -0.077 0.585
O -0.016 -0.183 -0.64
O -0.322 0.142 -0.162
O 0.111 0.67 0.059
O 0.159 -0.131 -0.582
O -0.188 0.588 0.34
O -0.08 0.41 0.406
O -0.282 0.048 -0.082
O -0.327 0.168 -0.43
O -0.199 0.464 -0.233
O 0.076 -0.197 0.215
O 0.151 -0.222 0.147
O -0.123 0.048 -0.526
O 0.336 0.11 0.736
O -0.206 0.189 -0.176
O -0.379 0.008 0.133
O -0.119 0.741 -0.018
O -0.274 0.041 -0.15
O 0.042 0.004 -0.318
O -0.441 -0.211 0.191
O 0.42 -0.069 -0.487
O -0.048 0.043 0.576
O -0.43 -0.43 -0.323
O -0.307 -0.098 -0.168
O -0.212 -0.336 -0.472
O -0.316 0.131 -0.436
O -0.029 0.072 -0.651
O 0.348 -0.019 0.055
O -0.18 -0.304 0.074
O 0.337 -0.584 -0.138
O -0.519 0.041 0.328
O 0.246 -0.542 -0.254
O 0.118 0.148 -0.49
O 0.429 -0.019 0.213
O -0.185 -0.472 0.1
O -0.444 0.036 -0.141
O 0.135 0.036 0.786
O 0.17 0.276 -0.732
O -0.222 0.148 -0.084
O 0.116 0.311 -0.203
O -0.48 -0.098 0.28
O -0.179 -0.075 -0.013
O 0.234 0.282 -0.272
O 0.089 0.218 -0.698
O 0.052 -0.773 -0.336
O -0.339 0.355 0.445
O -0.676 0.497 -0.143
O -0.211 0.262 -0.518
O 0.212 -0.113 -0.201
O -0.385 -0.138 0.304
O -0.439 -0.23 -0.036
O 0.405 0.236 0.227
O -0.139 -0.27 -0.266
O -0.347 -0.394 0.009
O 0.426 0.621 -0.308
O -0.338 -0.082 -0.234
O -0.573 0.098 -0.002
O -0.204 0.191 -0.288
O -0.223 -0.261 -0.357
O 0 0.397 -0.273
O -0.215 -0.264 -0.174
O -0.035 -0.149 0.399
O 0.134 0.192 -0.634
O 0.039 0 -0.537
O -0.438 -0.332 -0.033
O -0.087 -0.472 0.391
O 0.062 -0.363 0.234
O -0.338 -0.293 -0.056
O -0.124 -0.231 0.16
O -0.119 0.263 -0.315
O 0.271 0.393 -0.427
O 0.18 -0.235 -0.518
O -0.179 -0.281 0.001
O 0.339 0.146 0.499
O 0.159 0.011 -0.255
O 0.327 0.486 0.096
O 0.218 -0.19 -0.134
O 0.094 -0.202 -0.059
O -0.693 0.018 -0.216
O 0.006 0.479 -0.007
O 0.119 0.169 0.684
O 0.726 -0.014 -0.12
O -0.048 0.224 -0.22
O -0.336 0.012 0.068
O 0.431 0.137 -0.098
O 0.285 -0.665 -0.233
O 0.183 0.122 -0.156
O 0.011 0.243 -0.089
O -0.053 -0.223 -0.028
O -0.412 -0.149 -0.374
O 0.008 -0.158 0.005
O 0.304 0.44 -0.212
O 0.115 -0.218 -0.277
O -0.251 0.072 -0.25
O -0.119 0.277 -0.291
O -0.221 -0.073 -0.087
O -0.098 -0.6 0.123
O 0.052 -0.033 0.099
O 0.15 -0.156 -0.582
O 0.181 0.23 -0.376
O -0.233 -0.203 -0.344
O 0.55 0.134 -0.016
O -0.002 0.273 0.114
O 0.098 -0.453 0.534
O 0.549 -0.392 0.231
O 0.008 -0.148 0.598
O 0.288 0.368 -0.401
O 0.01 -0.512 -0.166
O 0.469 0.178 -0.27
O -0.415 0.297 -0.079
O -0.046 -0.076 -0.505
O 0.114 -0.229 0.461
O 0.43 -0.326 -0.166
O -0.811 0.002 0.158
O -0.187 -0.031 -0.287
O -0.347 -0.438 -0.246
O -0.268 0.151 -0.343
O 0.303 0.386 -0.226
O -0.181 -0.138 -0.406
O -0.129 0.424 0.297
O -0.605 0.104 -0.165
O 0.189 -0.108 -0.088
O 0.017 -0.129 -0.08
O 0.377 0.017 0.002
O -0.349 -0.418 0.178
O 0.044 0.168 -0.597
O -0.006 -0.096 0.346
O -0.07 0.082 -0.122
O -0.315 -0.536 0.097
O -0.03 -0.022 0.206
O 0.444 0.523 0.54
O 0.153 0.003 -0.532
O -0.046 -0.489 0.443
O 0.124 -0.236 -0.132
O -0.322 0.088 -0.2
O -0.521 0.458 -0.035
O 0.347 0.009 -0.067
O -0.49 -0.124 -0.098
O -0.254 0.015 -0.466
O 0.018 0.006 -0.154
O 0.251 0.015 -0.095
O -0.159 -0.237 0.279
O 0.007 0.023 0.282
O 0.323 0.552 -0.317
O -0.422 -0.152 0.437
O 0.19 0.39 0.199
O -0.446 -0.046 -0.061
O -0.194 0.37 0.042
O 0.502 -0.474 -0.394
O 0.091 0.652 0.015
O -0.257 0.554 -0.008
O -0.206 -0.029 -0.61
O -0.305 0.552 0.019
O 0.027 0.299 0.334
O 0.282 -0.038 0.533
O 0.251 0.449 -0.023
O 0.18 0.055 0.15
O 0.208 -0.152 -0.432
O -0.175 -0.159 0.01
O -0.105 0.174 -0.18
O 0.201 0.449 -0.277
O -0.05 0.216 0.638
O 0.18 -0.399 0.744
O 0.009 0.542 0.163
O 0.267 -0.277 0.094
O -0.263 -0.096 0.257
O 0.637 -0.012 0.452
O -0.37 0.392 0.002
O 0.127 -0.365 0.633
O 0.053 0.568 -0.098
O -0.055 -0.262 0.275
O 0.445 0.363 0.416
O -0.307 0.208 0.407
O -0.16 0.251 0.065
O -0.012 0.63 -0.019
O -0.541 0.042 0.392
O 0.598 0.52 0.233
O -0.339 0.036 0.307
O -0.272 -0.085 0.44
O 0.451 -0.233 0.22
O 0.074 0.118 0.517
O 0.222 0.142 0.134
O -0.01 -0.183 -0.072
O -0.122 0.395 -0.417
O -0.202 -0.489 -0.507
O -0.553 -0.292 0.23
O 0.643 -0.301 -0.22
O 0.003 0.086 0.287
O 0.504 -0.496 0.047
O 0.021 0.305 0.28
O 0.13 -0.09 0.23
O 0.22 -0.085 -0.266
O -0.485 -0.125 -0.43
O -0.133 -0.239 -0.185
O -0.249 -0.379 -0.018
O 0.641 -0.114 -0.463
O -0.086 -0.294 -0.527
O -0.074 -0.263 0.567
O 0.119 -0.084 -0.143
O -0.19 0.077 0.712
O -0.102 -0.226 0.027
O 0.45 -0.269 0.092
O -0.227 0.016 -0.357
O 0 0.047 0.232
O 0.209 -0.212 0.365
O -0.604 -0.206 0.592
O 0.383 0 0.207
O 0.134 -0.54 0.255
O -0.058 -0.079 -0.676
O -0.293 0.115 0.527
O 0.165 -0.087 0.291
O -0.843 -0.027 -0.173
O -0.363 -0.187 -0.199
O -0.279 -0.305 0.127
O 0.239 -0.416 -0.471
O 0.061 -0.496 0.075
O -0.048 -0.277 0.557
O -0.152 0.08 -0.418
O -0.55 -0.23 0.224
O 0.206 -0.354 0.28
O -0.042 0.133 0.521
O -0.194 0.213 0.231
O -0.245 -0.037 -0.668
O 0.199 0.17 -0.533
O -0.566 -0.017 0.021
O 0.051 0.527 0.4
O 0.113 0.228 -0.245
O -0.147 -0.195 0.454
O -0.143 0.19 0.284
O -0.547 -0.06 -0.588
O 0.305 -0.623 -0.235
O 0.134 -0.427 -0.007
O 0.002 -0.251 -0.097
O 0.11 0.263 0.437
O 0.274 -0.291 0.831
O 0.183 -0.351 -0.368
O 0.25 0.148 -0.061
O -0.198 0.226 0.612
O -0.441 0.292 -0.009
O 0.012 -0.061 -0.609
O 0.515 0.234 0.152
O -0.228 -0.078 0.112
O 0.342 0.235 -0.185
O -0.277 -0.134 0.155
O 0.093 0.044 -0.28
O 0.453 0.121 0.076
O -0.172 0.015 0.157
O 0.027 -0.304 -0.227
O 0.604 -0.42 0.12
O -0.083 0.131 0.221
O 0.032 -0.758 0.211
O 0.18 0.353 -0.711
O 0.015 0.273 0.195
O -0.214 0.462 -0.246
O -0.148 -0.147 -0.57
O 0.493 -0.239 0.283
O 0.116 -0.652 0.341
O -0.2 0.074 0.38
O 0.034 0.174 0.464
O 0.406 -0.096 -0.09
O 0.311 -0.065 -0.099
O 0.51 -0.383 0.426
O 0.298 0.373 0.137
O -0.523 -0.195 0.212
O 0.055 -0.163 0.59
O -0.446 -0.207 -0.171
O -0.119 -0.495 -0.325
O 0.363 -0.168 -0.7
O 0.307 -0.17 -0.308
O -0.174 0.587 0.352
O 0.103 -0.144 0.026
O -0.402 0.353 0.067
O -0.13 -0.124 -0.64
O 0.327 0.21 0.165
O 0.444 0.157 0.269
O -0.232 -0.366 -0.544
O 0.053 0.089 0.335
O 0.325 -0.519 0.606
O 0.043 0.079 0.129
O 0.207 0.184 0.519
O -0.193 -0.731 -0.043
O -0.428 -0.144 0.105
O 0.198 0.223 0.245
O -0.142 0.506 0.418
O 0.02 0.53 -0.057
O -0.055 0.29 0.401
O 0.216 0.349 0.136
O 0.273 0.348 0.278
O -0.053 -0.22 0.029
O 0.871 -0.08 0.167
O 0.074 -0.142 0.271
O 0.214 0.503 -0.31
O -0.281 0.391 -0.025
O -0.011 -0.529 -0.088
O -0.292 0.288 -0.232
O -0.207 0.245 0.333
O -0.159 0.284 -0.397
O 0.313 0.062 -0.282
O 0.333 0.229 0.25
O 0.442 -0.272 0.293
O -0.461 -0.135 0.118
O 0.276 -0.168 -0.476
O 0.312 0.169 0.121
O 0.237 -0.25 0.17
O 0.442 0.175 -0.212
O -0.006 0.367 0.244
O -0.205 -0.233 0.587
O 0.059 0.322 0.473
O -0.216 0.138 0.557
O 0.014 -0.609 0.005
O 0.094 0.017 0.068
O -0.359 0.2 0.53
O 0.34 -0.717 -0.191
O 0.236 0.371 0.121
O -0.212 0.318 0.365
O 0.223 -0.809 0.264
O -0.213 0.28 0.394
O -0.235 0.307 -0.041
O -0.088 0.186 -0.094
O 0.012 0.284 0.413
O -0.423 0.307 0.328
O 0.518 -0.168 -0.209
O -0.082 -0.116 0.499
O 0.281 0.294 -0.038
O 0.448 0.482 -0.213
O -0.117 0.056 0.397
O 0.258 0.415 -0.376
O 0.192 -0.114 0.323
O -0.282 -0.25 0.593
O 0.017 0.169 0.063
O 0.103 0.525 0.382
O 0.388 -0.094 0.814
O -0.091 -0.299 0.238
O 0.337 0.275 0.083
O 0.191 0.442 -0.148
O 0.383 0.737 0.386
O 0.022 0.115 -0.47
O -0.024 0.687 0.058
O 0.098 -0.017 -0.031
O -0.124 0.533 0.019
O 0.115 0.321 0.463
O 0.159 -0.78 0.646
O -0.398 0.176 0.359
O -0.17 -0.317 -0.18
O 0.071 0.703 0.162
O 0.025 -0.557 -0.28
O -0.627 0.127 -0.043
O -0.041 -0.147 -0.029
O 0.53 -0.15 0.168
O 0.131 -0.058 0.181
O 0.086 -0.756 0.489
O -0.009 -0.485 0.735
O -0.334 -0.103 0.351
O -0.421 -0.187 0.014
O -0.013 0.807 0.276
O -0.028 0.558 -0.391
O 0.243 0.219 -0.678
O 0.283 0.178 0.653
O 0.197 -0.236 0.015
O -0.178 -0.905 0.167
O 0.214 0.048 0.671
O 0.472 -0.262 -0.232
O -0.073 0.086 -0.213
O 0.432 0.121 0.447
O -0.583 0.374 -0.316
O 0.407 -0.016 0.348
O -0.58 -0.157 0.021
O 0.153 -0.218 0.338
O -0.171 0.276 -0.388
O 0.156 0.284 -0.544
O -0.416 0.424 0.129
O 0.127 -0.06 0.012
O -0.148 0.468 -0.27
O -0.039 -0.175 0.078
O -0.015 -0.099 0.484
O -0.19 0.026 -0.188
O -0.081 -0.122 0.305
O -0.221 0.283 -0.56
O 0.2 -0.161 -0.559
O 0.197 -0.114 0.245
O 0.312 0.17 -0.097
O 0.003 0.183 0.355
O 0.077 -0.015 -0.733
O -0.068 -0.213 0.144
O 0.282 0.123 0.419
O -0.05 0.005 -0.451
O 0.564 0.097 -0.387
O 0.261 0.589 0.054
O -0.338 -0.191 -0.125
O -0.31 -0.272 0.475
O -0.012 0.245 -0.239
O 0.215 0.043 0.186
O 0.419 0.484 0.341
O -0.067 0.008 -0.561
O -0.226 -0.13 0.17
O -0.445 0.256 -0.497
O 0.13 -0.344 0.198
O -0.317 -0.091 -0.569
O -0.016 -0.462 -0.493
O 0.358 -0.633 -0.06
O 0.289 0.38 -0.238
O 0.486 -0.023 0.468
O -0.034 0.075 0.105
O 0.579 -0.036 0.069
O 0.025 0.558 -0.044
O 0.383 -0.06 0.5
O 0.065 0.368 0.518
O -0.048 0.155 -0.232
O 0.792 0.09 0.334
O -0.215 -0.026 0.179
O 0.293 -0.259 0.019
O 0.052 -0.099 -0.052
O -0.157 0.267 -0.205
O -0.362 0.22 0.54
O 0.047 0.152 0.08
O -0.193 0.001 0.06
O 0.126 0.189 0.258
O -0.357 -0.046 0.138
O -0.528 0.294 0.208
O 0.075 0.345 0.508
O -0.139 -0.178 0.177
O 0.228 -0.192 0.085
O 0.493 -0.256 -0.051
O 0.418 0.083 -0.212
O -0.625 -0.093 0.063
O -0.017 0.031 0.532
O -0.045 0.49 0.039
O 0.486 -0.055 -0.422
O -0.141 -0.02 -0.2
O 0.296 -0.47 0.21
O -0.476 -0.079 -0.205
O -0.394 -0.021 -0.284
O 0.149 -0.098 -0.395
O -0.579 0.449 -0.375
O -0.042 0.324 0.23
O 0.243 -0.008 -0.204
O 0.013 -0.391 -0.371
O 0.185 0.284 -0.524
O -0.205 0.577 -0.071
